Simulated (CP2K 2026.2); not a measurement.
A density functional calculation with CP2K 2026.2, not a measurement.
Periodic cell of 2052 atoms, Si1404O648, from a study of silicon, its oxide and their interface. The atomic structure is a simulated model.
Doubt: the forces sum to 6.50 eV/angstrom along one axis rather than to zero, so they err by at least 0.0032 eV/angstrom per atom on average; the grid cutoff is modest.

Settings: functional PBE; method Gaussian and plane waves; basis set DZVP-MOLOPT-SR-GTH; pseudopotentials GTH-PBE; grid cutoff 400 Ry, relative cutoff 50 Ry; k points Gamma only; occupations fixed; spin none; net charge 0.

Cell vectors (angstrom)
a 16.407 0 0
b 0 65.628 0
c 0 0 34.4006

Atoms and the computed forces on them: element, x, y, z (angstrom), force x, y, z (eV/angstrom)
Si 0.023 0.066 0.446 0.021 0.009 -0.439
Si 2.32 3.35 0.387 0.059 -0.307 -0.259
Si -0.005 5.463 -0.016 -0.05 -0.034 0.139
Si 2.296 8.411 -0.115 -0.045 0.214 0.327
Si 0.137 10.738 -0.095 -0.039 -0.013 0.263
Si 2.116 14.175 -0.06 0.12 -0.236 -0.032
Si -0.284 16.338 0.231 0.045 -0.278 0.224
Si 2.758 18.719 -0.403 -0.335 0.015 0.597
Si 0.639 22.216 -0.399 -0.144 0.597 0.739
Si 2.712 25.305 0.296 -0.101 0.062 0.104
Si 0.4 27.183 0.651 -0.087 -0.09 -0.327
Si 3.159 29.526 0.101 0.048 -0.055 0.031
Si -0.138 32.921 0.01 -0.022 -0.057 0.047
Si 2.143 36.009 0.032 0.308 -0.119 -0.067
Si 0.038 38.289 0.176 -0.047 0.022 -0.007
Si 2.582 41.282 0.389 -0.176 0.219 -0.207
Si 0.381 43.689 0.371 0.313 -0.238 -0.152
Si 3.576 46.136 0.007 0.211 -0.001 0.058
Si 0.202 49.79 -0.005 0.021 0.032 0.445
Si 2.673 52.118 0.409 0.169 0.226 0.466
Si 0.269 54.152 -0.199 0.003 0.055 0.135
Si 2.153 57.949 -0.047 -0.119 0.255 0.119
Si -0.034 60.276 0.395 0.208 0.026 -0.221
Si 2.21 63.548 -0.036 -0.344 0.068 0.435
Si 5.232 0.068 -0.341 0.022 0.047 0.252
Si 8.579 2.432 0.045 0.181 -0.01 0.075
Si 5.785 5.621 0.209 -0.104 0.116 0.137
Si 8.186 8.318 0.516 0.09 0.053 -0.034
Si 5.979 10.501 -0.061 0.03 -0.14 0
Si 8.14 14.129 0.146 0.124 -0.349 0.07
Si 5.031 16.488 0.036 -0.079 -0.22 0.604
Si 7.841 19.118 -0.073 -0.049 0.204 0.508
Si 5.542 21.383 -0.103 0.089 -0.008 0.368
Si 7.554 24.989 0.394 -0.078 0.165 0.065
Si 5.484 27.372 0.47 0.139 0.142 -0.035
Si 8.97 29.452 -0.266 0.064 0.162 0.121
Si 5.482 32.777 0.172 -0.022 0.037 -0.061
Si 8.077 35.647 0.075 0.016 -0.024 -0.009
Si 4.805 38.993 -0.068 -0.213 0.332 0.367
Si 7.76 41.672 -0.016 -0.309 0.283 0.053
Si 5.542 43.705 0.618 -0.091 -0.119 -0.243
Si 7.912 46.65 0.177 0.121 -0.414 0.14
Si 5.018 50.031 -0.059 -0.092 -0.229 0.221
Si 7.59 52.632 -0.128 0.168 0.095 -0.113
Si 5.281 54.766 0.479 -0.098 0.095 0.133
Si 8.363 57.387 0.198 -0.002 0.043 -0.009
Si 5.302 60.488 0.377 0.048 -0.109 -0.125
Si 8.57 62.454 -0.188 0.169 -0.134 0.191
Si 10.907 0.246 -0.052 -0.01 0 0.064
Si 14.371 2.336 -0.178 -0.041 0.099 0.023
Si 10.43 6.221 -0.042 0.072 -0.068 0.061
Si 13.239 8.447 0.381 0.002 -0.173 0.195
Si 11.077 10.696 0.088 -0.057 -0.156 0.324
Si 13.359 13.65 0.179 0.207 -0.273 0.27
Si 11.718 16.262 -0.239 0.527 0.119 1.344
Si 13.642 19.513 0.377 -0.244 -0.245 0.169
Si 10.993 21.393 0.177 -0.08 0.293 0.051
Si 13.115 25.019 0.057 0.256 0.292 -0.157
Si 10.979 27.256 0.677 0.005 -0.28 -0.475
Si 13.345 30.234 0.198 0 0.015 0.136
Si 11.26 32.543 -0.021 -0.088 0 0.239
Si 14.039 35.147 -0.089 0.062 0.033 0.255
Si 11.223 38.666 -0.246 -0.041 -0.038 0.443
Si 13.631 41.568 0.101 0.135 0.023 0.154
Si 11.469 43.848 0.024 0.06 -0.039 0.392
Si 14.651 45.993 -0.258 0.003 0.289 0.167
Si 10.897 48.933 0.319 -0.14 0.196 0.154
Si 14.073 51.717 0.029 -0.342 -0.085 -0.242
Si 10.611 55.175 0.092 0.09 -0.11 -0.009
Si 13.009 58.124 0.045 0.181 -0.013 -0.046
Si 10.794 60.294 0.41 -0.025 0.066 -0.197
Si 13.98 62.401 0.036 0.036 0.214 -0.074
Si 1.36 1.549 1.634 0.053 0.283 -0.113
Si 4.189 4.272 1.503 -0.046 0.09 -0.085
Si 1.228 6.958 1.41 0.033 -0.083 -0.277
Si 4.099 9.533 1.171 0.032 -0.073 -0.12
Si 1.301 12.312 1.256 -0.018 0.024 -0.188
Si 3.837 15.023 1.401 -0.062 0.108 -0.267
Si 1.18 17.845 1.301 0.118 0.043 -0.408
Si 3.915 20.33 1.248 0.072 -0.045 -0.32
Si 1.542 23.447 1.382 0.226 0.093 -0.284
Si 4.151 26.136 1.912 -0.171 -0.005 -0.399
Si 1.674 28.703 1.814 0.074 -0.226 -0.221
Si 4.133 31.334 1.412 -0.015 -0.135 -0.17
Si 1.282 34.225 1.41 0.079 0.09 -0.283
Si 3.962 37.088 1.252 -0.095 0.001 -0.188
Si 1.23 39.797 1.569 -0.112 -0.176 -0.186
Si 4.071 42.396 1.797 0.028 0.071 -0.131
Si 1.704 45.263 1.436 0.153 -0.091 -0.328
Si 4.234 48.042 1.322 -0.023 0.116 -0.335
Si 1.414 50.709 1.76 -0.06 0.098 -0.475
Si 3.936 53.482 1.823 0.034 -0.069 -0.45
Si 1.147 56.125 1.178 0.08 -0.133 -0.244
Si 3.907 58.911 1.423 -0.052 -0.03 -0.198
Si 1.351 61.766 1.487 0.255 0.17 -0.307
Si 3.969 64.48 1.31 -0.048 -0.042 -0.24
Si 6.753 1.384 1.189 -0.03 -0.059 -0.252
Si 9.623 4.234 1.25 -0.057 0.077 -0.242
Si 6.91 6.881 1.777 -0.064 -0.1 -0.234
Si 9.547 9.763 1.664 0.103 -0.064 -0.34
Si 6.757 12.428 1.298 0.014 -0.054 -0.181
Si 9.649 15.354 1.439 -0.127 0.123 -0.503
Si 6.677 17.645 1.366 -0.029 0.122 -0.273
Si 9.343 20.319 1.435 -0.012 0.076 -0.249
Si 6.533 23.126 1.426 0.082 -0.02 -0.176
Si 9.381 25.916 1.7 -0.161 -0.03 -0.284
Si 7.064 28.794 1.39 0.039 -0.068 -0.529
Si 9.655 31.318 1.252 0.12 0.027 -0.41
Si 6.864 34.186 1.473 -0.044 -0.013 -0.119
Si 9.708 37.089 1.09 -0.01 0.027 -0.174
Si 6.726 39.869 1.227 -0.165 -0.006 -0.212
Si 9.622 42.645 1.231 0.157 0.018 -0.211
Si 6.953 45.159 1.71 -0.041 0.304 -0.116
Si 9.282 47.995 1.651 0.152 -0.291 -0.127
Si 6.683 50.901 1.342 0.125 0.191 -0.17
Si 9.448 53.46 1.271 -0.022 0.071 -0.341
Si 6.722 56.268 1.552 0.119 0.039 -0.336
Si 9.471 58.876 1.669 -0.099 -0.1 -0.345
Si 6.941 61.684 1.492 -0.053 0.02 -0.219
Si 9.637 64.219 1.169 -0.053 0.048 -0.211
Si 12.477 1.452 1.235 0.076 0.017 -0.294
Si 14.979 4.132 1.332 0.032 0.025 -0.192
Si 12.058 6.912 1.618 -0.153 0.071 -0.284
Si 14.953 9.675 1.428 0.095 0.024 -0.394
Si 12.197 12.21 1.566 -0.072 0.007 -0.276
Si 14.852 14.931 1.556 -0.277 0.062 -0.27
Si 12.445 17.772 1.564 0.02 0.13 -0.712
Si 15.322 20.857 1.252 -0.037 -0.133 -0.299
Si 12.135 23.26 1.335 -0.135 -0.269 -0.192
Si 15.005 25.888 1.443 -0.197 0.025 -0.152
Si 12.34 28.741 1.762 0.217 0.193 -0.141
Si 15.066 31.406 1.418 -0.084 -0.074 -0.232
Si 12.401 34.143 1.329 0.044 -0.093 -0.312
Si 15.018 36.86 1.374 0.028 -0.15 -0.306
Si 12.469 39.839 1.348 0.051 0.137 -0.141
Si 15.165 42.565 1.613 -0.27 -0.264 -0.208
Si 12.659 45.357 1.373 0.073 -0.437 -0.158
Si 15.441 47.858 1.141 0.055 -0.044 -0.468
Si 12.396 50.515 1.317 0.018 -0.04 -0.229
Si 15.105 53.319 1.417 0.056 -0.08 -0.16
Si 12.239 56.273 1.366 -0.097 0.11 -0.077
Si 14.844 58.911 1.479 -0.393 -0.173 -0.218
Si 12.342 61.595 1.563 0.018 -0.061 -0.141
Si 14.908 64.244 1.43 0.078 -0.305 -0.122
Si -0.08 2.884 2.875 -0.051 0.066 0.189
Si 2.772 0.165 2.866 0.104 -0.028 0.118
Si -0.112 8.273 2.803 -0.031 -0.045 0.09
Si 2.714 5.612 2.804 0.114 0.29 0.028
Si -0.071 13.578 2.779 0.105 0.056 0.052
Si 2.758 10.966 2.641 -0.023 -0.106 -0.204
Si -0.007 19.31 2.71 0.024 -0.102 0.027
Si 2.545 16.438 2.762 -0.053 0.089 0.048
Si -0.005 24.56 2.83 -0.15 0.004 -0.099
Si 2.744 21.877 2.713 0.107 -0.074 -0.218
Si 0.084 30.101 2.845 -0.209 0.088 -0.023
Si 2.831 27.388 3.274 0.099 0.197 0.212
Si -0.043 35.555 2.832 -0.067 -0.027 0.129
Si 2.739 32.816 2.709 -0.04 0.057 -0.063
Si -0.058 41.095 2.972 -0.02 0.032 0.089
Si 2.662 38.349 2.814 0.005 -0.121 -0.049
Si 0.217 46.588 2.752 -0.01 -0.053 -0.102
Si 2.792 43.892 2.997 0.1 0.021 0.121
Si -0.037 52.064 2.952 -0.065 0.001 0.242
Si 2.798 49.212 2.874 0.169 -0.104 0.047
Si -0.183 57.422 2.714 0.084 0.032 -0.06
Si 2.514 54.947 2.861 -0.112 0.085 -0.021
Si -0.073 63.016 2.868 -0.044 -0.132 0.081
Si 2.688 60.335 2.84 -0.052 0.085 0
Si 5.496 2.751 2.745 0.025 -0.065 -0.07
Si 8.18 -0.017 2.582 -0.051 -0.036 -0.082
Si 5.366 8.267 2.828 -0.232 0.076 0.008
Si 8.291 5.411 2.885 0.156 -0.115 0.106
Si 5.295 13.645 2.715 0.044 0.042 -0.058
Si 8.102 11.142 2.848 0.071 0.186 0.081
Si 5.317 19.061 2.742 -0.123 -0.167 -0.11
Si 8.127 16.461 2.83 0.125 0.117 -0.104
Si 5.387 24.493 2.965 -0.098 -0.259 0.229
Si 8.052 21.823 2.766 0.068 0.036 -0.036
Si 5.605 30.112 2.802 0.084 -0.004 -0.039
Si 8.146 27.403 2.97 0.111 -0.02 0.122
Si 5.423 35.645 2.658 -0.177 0.287 -0.031
Si 8.27 32.757 2.69 0.09 -0.18 0.01
Si 5.527 41.011 2.92 0.024 -0.118 0.122
Si 8.227 38.404 2.513 -0.128 0.081 -0.041
Si 5.541 46.668 2.851 -0.01 0.16 0.07
Si 8.395 43.826 2.902 0.097 -0.124 0.019
Si 5.415 52.085 2.949 0.072 0.041 0.166
Si 8.025 49.495 2.847 -0.126 0.124 -0.071
Si 5.327 57.605 2.854 -0.018 0.122 -0.072
Si 8.144 54.795 2.823 -0.065 -0.037 -0.053
Si 5.442 63.082 2.7 -0.066 0.137 0.022
Si 8.134 60.279 2.943 -0.105 -0.035 0.135
Si 11.054 2.849 2.633 -0.034 0.038 -0.116
Si 13.618 0.059 2.765 0.002 -0.043 0.05
Si 10.838 8.296 3.013 -0.004 0.15 0.178
Si 13.54 5.45 2.753 0.139 -0.031 -0.047
Si 10.834 13.735 2.813 0.19 -0.001 -0.151
Si 13.652 10.959 2.91 -0.075 0.005 0.042
Si 10.837 19.045 2.783 -0.005 -0.039 0.191
Si 13.642 16.364 2.96 -0.006 -0.24 0.129
Si 10.819 24.489 2.865 0.025 0.04 0.177
Si 13.701 21.978 2.674 0.041 0.2 0.029
Si 10.902 30.125 2.919 -0.104 0.022 0.124
Si 13.759 27.297 2.925 0.111 -0.001 -0.018
Si 10.983 35.637 2.571 0.02 -0.042 -0.058
Si 13.7 32.805 2.808 0.069 -0.051 -0.01
Si 10.954 41.157 2.639 -0.127 0.064 0.012
Si 13.695 38.326 2.71 -0.021 -0.021 -0.006
Si 10.978 46.587 2.752 -0.063 -0.132 -0.15
Si 13.767 43.922 2.889 -0.068 0.188 0.108
Si 10.921 52.004 2.597 -0.093 0.011 -0.168
Si 13.835 49.161 2.653 0.124 0.093 -0.18
Si 10.913 57.499 2.899 -0.015 -0.053 0.242
Si 13.661 54.795 2.657 -0.019 0.047 -0.068
Si 10.95 63.026 2.777 -0.086 0.102 0.003
Si 13.619 60.236 2.953 0.102 0.051 0.228
Si 1.359 4.216 4.195 0.011 -0.106 -0.069
Si 4.16 1.473 4.217 -0.031 -0.11 0.008
Si 1.367 9.61 4.107 -0.055 0.014 -0.142
Si 4.058 6.912 4.239 -0.094 0.033 -0.008
Si 1.263 15.008 4.155 0.016 0.039 -0.15
Si 4.034 12.281 4.149 -0.025 0.029 0.031
Si 1.382 20.544 4.146 -0.093 -0.015 -0.015
Si 3.983 17.724 4.175 0.045 0.044 -0.167
Si 1.327 25.923 4.302 -0.036 0.037 -0.036
Si 4.027 23.128 4.27 0.011 0.232 -0.004
Si 1.397 31.519 4.187 -0.024 -0.032 -0.011
Si 4.283 28.814 4.349 0.009 -0.123 0.054
Si 1.333 36.939 4.187 0.076 0.047 -0.12
Si 4.097 34.236 4.064 0.083 -0.03 0.014
Si 1.371 42.469 4.265 -0.066 0.111 -0.034
Si 4.093 39.656 4.21 0.12 -0.068 -0.052
Si 1.43 47.905 4.26 0.022 0.028 -0.057
Si 4.194 45.274 4.267 -0.151 -0.012 -0.103
Si 1.305 53.471 4.266 -0.135 0.066 -0.031
Si 4.095 50.638 4.262 0.088 -0.09 -0.164
Si 1.258 58.866 4.1 0.04 0.039 -0.164
Si 4.002 56.203 4.207 -0.095 0.011 0.057
Si 1.357 64.389 4.184 -0.033 -0.048 -0.058
Si 4.116 61.684 4.158 -0.014 -0.143 -0.101
Si 6.854 4.07 4.171 0.004 0.102 0.057
Si 9.591 1.415 3.975 -0.055 0.028 -0.221
Si 6.778 9.647 4.163 -0.047 0.056 -0.049
Si 9.532 6.837 4.3 0.039 0.05 -0.036
Si 6.729 15.017 4.106 0.056 -0.135 -0.073
Si 9.511 12.4 4.258 -0.142 -0.028 -0.079
Si 6.718 20.435 4.143 -0.034 0.015 -0.089
Si 9.494 17.756 4.247 0.028 0.082 -0.031
Si 6.798 25.929 4.254 0.048 0.034 -0.06
Si 9.468 23.121 4.201 0.097 -0.026 0.023
Si 6.913 31.497 4.175 -0.064 -0.035 -0.026
Si 9.57 28.73 4.291 -0.139 0.077 -0.074
Si 6.856 37.019 3.981 0.078 -0.103 -0.053
Si 9.637 34.223 3.993 -0.016 0.001 -0.026
Si 6.927 42.446 4.186 -0.041 -0.027 0.009
Si 9.567 39.743 4.001 0.066 -0.011 -0.062
Si 6.829 48.028 4.255 -0.091 -0.058 0.013
Si 9.71 45.221 4.227 0.018 -0.083 -0.016
Si 6.811 53.445 4.263 0.065 -0.028 -0.185
Si 9.569 50.74 4.104 -0.034 0.028 0.079
Si 6.735 58.907 4.241 -0.063 0.121 0.045
Si 9.534 56.115 4.224 -0.015 -0.005 -0.117
Si 6.835 64.369 4.116 -0.021 0.039 -0.061
Si 9.591 61.643 4.189 -0.003 -0.002 -0.04
Si 12.284 4.109 4.201 0.01 -0.01 -0.018
Si 15.002 1.409 4.171 -0.033 0.124 -0.031
Si 12.301 9.603 4.305 -0.03 -0.144 -0.092
Si 14.956 6.834 4.141 0.023 0.053 -0.079
Si 12.243 14.999 4.266 -0.089 0.081 -0.131
Si 15.022 12.299 4.258 -0.044 -0.016 -0.059
Si 12.296 20.503 4.058 0.028 -0.117 -0.182
Si 15.07 17.836 4.133 -0.002 0.012 -0.026
Si 12.267 25.918 4.18 0.004 -0.014 -0.052
Si 15.018 23.222 4.21 0.026 -0.016 -0.066
Si 12.316 31.489 4.215 -0.018 0.064 -0.07
Si 15.11 28.722 4.234 0.087 -0.118 -0.045
Si 12.298 36.961 4.05 -0.032 0.051 0.04
Si 15.025 34.189 4.205 -0.051 0.055 -0.084
Si 12.313 42.479 4.123 0.037 -0.013 -0.128
Si 14.996 39.642 4.206 0.102 0.052 0.012
Si 12.374 47.925 4.102 -0.043 0.1 -0.03
Si 15.185 45.262 4.185 -0.133 -0.077 -0.115
Si 12.266 53.394 4.014 -0.021 -0.068 -0.004
Si 15.017 50.587 4.178 0.044 0.003 -0.083
Si 12.252 58.866 4.278 0.056 -0.059 -0.056
Si 14.951 56.088 4.171 0.073 0.071 -0.053
Si 12.27 64.375 4.186 -0.042 0.013 0.027
Si 15.024 61.612 4.259 -0.02 0.083 -0.065
Si -0.014 0.091 5.559 0.053 0.008 0.017
Si 2.736 2.816 5.549 0.032 0.069 -0.028
Si -0.04 5.53 5.56 0.024 0.039 -0.042
Si 2.684 8.262 5.574 0.068 -0.018 -0.018
Si 0.012 10.916 5.561 0.008 0.028 -0.01
Si 2.678 13.66 5.52 0.006 -0.01 -0.042
Si -0.042 16.416 5.536 0.049 -0.026 -0.006
Si 2.683 19.133 5.552 0.081 -0.004 -0.081
Si -0.013 21.845 5.558 -0.035 0.003 -0.076
Si 2.7 24.545 5.62 -0.077 -0.184 0.045
Si 0.009 27.339 5.629 -0.068 0.033 0.055
Si 2.778 30.152 5.575 0.095 0.123 0.029
Si 0.008 32.843 5.566 0.026 0.016 -0.06
Si 2.74 35.56 5.502 -0.054 0.009 -0.058
Si -0.013 38.309 5.559 -0.019 -0.029 -0.017
Si 2.75 41.062 5.56 0.067 0.005 0.013
Si 0.012 43.832 5.6 0.029 -0.002 0.056
Si 2.762 46.543 5.635 0.043 0.018 -0.014
Si 0.003 49.271 5.566 0.003 0.024 -0.017
Si 2.696 52.041 5.56 0.032 0.038 0.03
Si -0.092 54.781 5.602 0.008 -0.069 0.006
Si 2.634 57.558 5.552 0.062 0.009 -0.038
Si -0.022 60.216 5.569 -0.085 -0.033 -0.026
Si 2.721 62.998 5.542 0.019 0.045 -0.033
Si 5.501 0.072 5.557 0.042 0.037 -0.045
Si 8.25 2.714 5.496 -0.032 0.009 -0.047
Si 5.476 5.487 5.531 -0.046 -0.038 -0.076
Si 8.136 8.248 5.566 -0.035 -0.098 0.048
Si 5.418 10.96 5.565 0.01 -0.005 -0.025
Si 8.109 13.729 5.583 0.032 -0.062 -0.05
Si 5.399 16.368 5.522 -0.068 0.066 -0.026
Si 8.117 19.126 5.563 0.103 0.016 -0.033
Si 5.427 21.789 5.593 0.019 -0.019 -0.029
Si 8.182 24.551 5.58 0.044 0.033 -0.014
Si 5.514 27.318 5.659 -0.038 0.053 0.063
Si 8.205 30.116 5.599 0.017 -0.046 -0.027
Si 5.489 32.884 5.474 0.008 0.027 -0.061
Si 8.223 35.598 5.366 -0.071 0.004 -0.093
Si 5.513 38.286 5.492 -0.094 0.026 -0.022
Si 8.257 41.042 5.508 0.001 -0.009 -0.024
Si 5.539 43.814 5.543 0.108 0.096 0.042
Si 8.24 46.577 5.523 0.098 0.138 0.003
Si 5.445 49.302 5.65 -0.029 -0.032 0.015
Si 8.213 52.045 5.556 0.013 0.084 -0.023
Si 5.39 54.806 5.562 0.016 -0.029 -0.02
Si 8.143 57.509 5.552 0.005 -0.06 -0.018
Si 5.413 60.298 5.586 0.055 0.019 -0.006
Si 8.186 62.995 5.521 -0.034 -0.004 -0.014
Si 10.889 0.107 5.507 0.056 -0.068 -0.052
Si 13.653 2.755 5.568 -0.023 -0.037 -0.01
Si 10.942 5.47 5.601 0.029 0.053 0.024
Si 13.66 8.182 5.604 -0.046 0.005 -0.016
Si 10.894 10.98 5.599 0.065 0.069 0.011
Si 13.642 13.657 5.613 0.036 0.003 -0.007
Si 10.88 16.386 5.597 -0.074 -0.074 0.023
Si 13.649 19.148 5.498 -0.067 -0.023 -0.066
Si 10.919 21.799 5.519 -0.035 0.058 -0.074
Si 13.647 24.587 5.571 0.055 0.023 -0.056
Si 10.946 27.307 5.572 0.009 0.017 0.005
Si 13.687 30.084 5.55 -0.013 -0.008 -0.012
Si 10.938 32.898 5.499 0.095 -0.001 -0.045
Si 13.64 35.604 5.494 0.045 -0.039 -0.07
Si 10.92 38.343 5.411 -0.025 -0.016 -0.093
Si 13.639 41.066 5.508 -0.103 -0.055 0.03
Si 10.997 43.799 5.572 0.005 0.014 0.02
Si 13.718 46.564 5.519 0.053 0.014 -0.028
Si 10.941 49.302 5.451 0.034 0.016 -0.05
Si 13.604 52.007 5.465 0 -0.037 -0.074
Si 10.935 54.718 5.513 -0.041 0.054 -0.081
Si 13.642 57.477 5.57 -0.062 -0.003 0.011
Si 10.901 60.262 5.593 0.018 -0.007 0.016
Si 13.639 62.998 5.566 0.033 -0.036 -0.044
Si 1.376 1.438 6.923 -0.033 -0.011 0.005
Si 4.119 4.139 6.932 -0.034 0.01 0.005
Si 1.346 6.865 6.942 -0.064 0.049 -0.005
Si 4.084 9.58 6.946 -0.048 0.037 0.018
Si 1.361 12.288 6.929 -0.047 0.019 0.019
Si 4.062 14.998 6.911 0.02 -0.028 -0.004
Si 1.341 17.746 6.92 -0.013 -0.021 0.026
Si 4.065 20.44 6.955 -0.005 -0.004 0.018
Si 1.331 23.185 6.967 0.017 0.09 0.015
Si 4.092 25.936 6.953 -0.009 0.089 -0.022
Si 1.411 28.736 6.929 0.038 -0.113 -0.039
Si 4.149 31.522 6.907 -0.099 -0.009 -0.016
Si 1.383 34.215 6.904 -0.007 0.006 0.002
Si 4.128 36.925 6.856 0.078 -0.048 0.008
Si 1.369 39.684 6.904 -0.005 0.013 -0.003
Si 4.144 42.434 6.893 -0.049 -0.007 -0.002
Si 1.383 45.167 6.966 0.005 -0.057 0.008
Si 4.1 47.911 6.992 -0.032 0.022 0.024
Si 1.345 50.651 6.929 -0.037 0.007 -0.038
Si 4.066 53.396 6.927 0.023 -0.026 -0.022
Si 1.305 56.152 6.929 -0.022 0.019 -0.007
Si 4.04 58.9 6.919 -0.073 0.051 -0.002
Si 1.364 61.602 6.91 0.045 -0.042 -0.016
Si 4.111 64.339 6.915 -0.022 -0.021 0.009
Si 6.882 1.402 6.922 0.007 -0.041 0.039
Si 9.576 4.079 6.927 -0.004 0.024 0.001
Si 6.82 6.837 6.938 -0.015 0.107 0.001
Si 9.54 9.576 6.949 -0.002 -0.013 -0.031
Si 6.796 12.306 6.945 -0.003 0.009 0
Si 9.52 15.028 6.968 -0.015 0.074 0.004
Si 6.78 17.721 6.916 0.001 0.006 -0.029
Si 9.545 20.457 6.911 -0.004 -0.002 0.018
Si 6.811 23.179 6.935 -0.023 0.029 -0.011
Si 9.57 25.929 6.924 -0.001 0.003 -0.008
Si 6.873 28.72 6.968 0.066 -0.09 0.042
Si 9.595 31.509 6.886 -0.057 -0.005 0.035
Si 6.875 34.25 6.817 -0.032 -0.012 -0.062
Si 9.571 36.952 6.788 0.03 0.011 -0.02
Si 6.87 39.669 6.856 -0.03 0.014 0.009
Si 9.602 42.413 6.894 0 -0.006 0.009
Si 6.888 45.187 6.909 -0.082 -0.08 -0.041
Si 9.601 47.937 6.882 -0.014 -0.077 -0.053
Si 6.85 50.672 6.938 -0.001 -0.031 0.007
Si 9.572 53.388 6.918 -0.022 -0.047 0.02
Si 6.787 56.141 6.924 -0.032 0.038 0.004
Si 9.527 58.866 6.918 -0.029 0.044 0.002
Si 6.83 61.633 6.92 -0.001 -0.048 -0.008
Si 9.559 64.344 6.898 -0.059 0.034 0.001
Si 12.28 1.402 6.928 -0.015 0.071 0.021
Si 15.033 4.123 6.931 0.034 -0.033 -0.017
Si 12.306 6.82 6.979 0.007 -0.005 0.003
Si 15.055 9.545 6.944 0.026 -0.068 -0.019
Si 12.288 12.29 6.983 -0.031 -0.007 0.003
Si 15.025 15.04 6.935 -0.081 0.058 0.001
Si 12.295 17.763 6.902 0 0.016 -0.028
Si 15.017 20.472 6.908 0.031 -0.013 0.01
Si 12.281 23.183 6.902 0.002 0.001 -0.009
Si 15.02 25.953 6.944 -0.052 0.074 0.001
Si 12.317 28.701 6.908 0.016 -0.039 -0.004
Si 15.051 31.456 6.913 0.008 -0.006 -0.011
Si 12.304 34.235 6.877 -0.056 0.022 0.035
Si 15.015 36.938 6.89 0.015 0.02 0.026
Si 12.271 39.678 6.852 0.02 0.068 -0.02
Si 15.016 42.425 6.896 0.018 0.041 -0.039
Si 12.357 45.182 6.905 0.027 -0.078 -0.015
Si 15.044 47.909 6.928 -0.052 0.019 -0.001
Si 12.27 50.647 6.872 -0.073 0.065 -0.021
Si 14.958 53.353 6.897 0.025 0.036 -0.021
Si 12.276 56.093 6.904 0.024 -0.001 0.007
Si 15.014 58.849 6.928 0.046 0.01 -0.004
Si 12.294 61.616 6.936 -0.023 0 0.029
Si 15.033 64.338 6.926 -0.017 0.013 0.025
Si 0.005 2.771 8.311 0.018 0.009 0.015
Si 2.742 0.062 8.293 0.013 -0.001 0.007
Si -0.004 8.193 8.339 0.023 0.019 0.022
Si 2.735 5.488 8.3 0.033 -0.019 -0.002
Si -0.009 13.653 8.294 0.053 -0.022 -0.003
Si 2.726 10.934 8.319 0.043 -0.001 0.016
Si -0.03 19.1 8.29 -0.028 -0.028 -0.018
Si 2.713 16.368 8.289 0.03 0.022 -0.018
Si -0.028 24.575 8.307 0.017 -0.02 -0.002
Si 2.711 21.819 8.314 -0.007 -0.009 -0.009
Si 0.014 30.085 8.278 -0.013 0.003 0.002
Si 2.742 27.334 8.297 -0.009 -0.01 0.007
Si -0.007 35.576 8.251 0.004 -0.003 -0.006
Si 2.753 32.852 8.27 0.04 0.014 0.018
Si -0.014 41.051 8.253 0.021 0.001 0.003
Si 2.754 38.297 8.232 -0.005 0.024 -0.018
Si -0.016 46.525 8.3 0.011 -0.007 -0.004
Si 2.756 43.771 8.279 -0.013 0.032 0.005
Si -0.061 51.997 8.266 0.023 -0.011 0.003
Si 2.695 49.27 8.307 0.057 0.012 0.02
Si -0.042 57.498 8.313 0.015 0.009 0.014
Si 2.681 54.758 8.273 -0.001 -0.019 -0.001
Si -0.004 62.961 8.287 -0.035 -0.002 -0.015
Si 2.707 60.251 8.311 0.03 -0.023 0.01
Si 5.495 2.758 8.29 0.014 0.031 -0.005
Si 8.217 0.04 8.315 0.002 0 0.009
Si 5.454 8.196 8.311 -0.004 -0.059 0.014
Si 8.208 5.456 8.293 0.012 -0.01 -0.006
Si 5.434 13.656 8.314 0.021 -0.015 -0.001
Si 8.177 10.932 8.321 0.008 -0.026 -0.009
Si 5.441 19.077 8.309 -0.012 0 0.009
Si 8.162 16.391 8.316 0.039 -0.04 0.03
Si 5.462 24.562 8.303 0.005 -0.013 -0.014
Si 8.196 21.824 8.294 0.046 0.049 0
Si 5.483 30.108 8.276 -0.035 -0.051 -0.012
Si 8.229 27.32 8.293 0.014 0.06 0.011
Si 5.497 35.57 8.224 -0.038 0.011 0.017
Si 8.207 32.868 8.222 0.034 -0.014 -0.003
Si 5.498 41.034 8.234 0.027 0.026 -0.004
Si 8.225 38.294 8.212 -0.035 -0.008 -0.001
Si 5.481 46.507 8.293 0.006 0.019 0.006
Si 8.225 43.777 8.258 0.016 0.028 0.011
Si 5.443 52.016 8.282 0.017 0.047 0.007
Si 8.204 49.261 8.27 0.007 0.043 0.019
Si 5.416 57.514 8.274 0.033 -0.014 -0.014
Si 8.172 54.75 8.263 0.017 0.013 -0.016
Si 5.467 62.976 8.301 0.009 -0.001 0.011
Si 8.18 60.242 8.283 -0.002 -0.013 0.012
Si 10.941 2.745 8.329 0.014 -0.021 0.012
Si 13.663 0.05 8.305 0.022 -0.04 -0.003
Si 10.923 8.193 8.32 0.017 -0.017 0.005
Si 13.679 5.455 8.34 0.004 0.035 0.018
Si 10.905 13.652 8.327 0.018 -0.019 0.011
Si 13.676 10.902 8.316 -0.025 0.006 0.005
Si 10.92 19.103 8.285 -0.031 -0.02 0.004
Si 13.648 16.392 8.294 0.023 -0.025 0.003
Si 10.932 24.554 8.282 0.018 0.031 -0.002
Si 13.653 21.831 8.284 0.006 -0.002 -0.014
Si 10.945 30.098 8.24 0.019 0.013 -0.011
Si 13.661 27.329 8.29 0.027 -0.019 0.015
Si 10.92 35.6 8.211 0.038 -0.022 0.002
Si 13.668 32.843 8.24 0.03 -0.011 -0.017
Si 10.94 41.034 8.262 0.001 -0.012 0.011
Si 13.646 38.319 8.235 0.009 -0.017 0.001
Si 10.945 46.532 8.248 0.01 0.038 0.004
Si 13.673 43.787 8.285 -0.003 0.006 0.011
Si 10.909 51.988 8.272 -0.003 0.012 0.009
Si 13.635 49.27 8.254 0.065 0.006 -0.008
Si 10.908 57.478 8.258 -0.005 -0.021 -0.011
Si 13.622 54.725 8.281 -0.044 -0.014 0.005
Si 10.924 62.978 8.286 0.027 -0.048 -0.011
Si 13.658 60.229 8.287 -0.009 -0.02 -0.004
Si 1.391 4.11 9.689 -0.013 0.014 0.005
Si 4.132 1.393 9.674 -0.006 -0.003 0.003
Si 1.382 9.548 9.689 -0.035 -0.003 -0.005
Si 4.113 6.817 9.689 -0.022 0.062 0.009
Si 1.373 14.992 9.674 -0.042 0.003 -0.012
Si 4.103 12.275 9.694 -0.029 0.006 0.004
Si 1.344 20.45 9.667 0.027 0.016 -0.007
Si 4.092 17.705 9.677 0.003 -0.006 -0.006
Si 1.362 25.951 9.644 -0.019 0.019 0.008
Si 4.095 23.189 9.659 -0.016 0.019 0.002
Si 1.389 31.459 9.625 0.011 -0.011 -0.012
Si 4.125 28.711 9.634 -0.02 0.002 0.012
Si 1.374 36.942 9.603 -0.004 -0.01 -0.006
Si 4.134 34.211 9.615 -0.015 -0.025 -0.003
Si 1.364 42.406 9.622 0.019 0.002 0.003
Si 4.118 39.671 9.597 -0.007 -0.008 0.006
Si 1.344 47.878 9.667 -0.057 0.016 0.006
Si 4.106 45.133 9.651 0.002 -0.034 0.007
Si 1.317 53.363 9.622 -0.022 0.02 -0.013
Si 4.079 50.628 9.645 -0.033 -0.023 0.003
Si 1.343 58.865 9.661 -0.027 0.001 0.007
Si 4.063 56.119 9.631 -0.017 0.001 -0.005
Si 1.376 64.314 9.666 0.029 -0.008 0.006
Si 4.101 61.602 9.666 -0.007 -0.019 0.011
Si 6.863 4.091 9.686 -0.033 0.028 0.003
Si 9.594 1.369 9.703 -0.028 0.001 0.004
Si 6.837 9.537 9.695 0.011 0.02 -0.004
Si 9.583 6.796 9.691 -0.015 0.013 0
Si 6.826 14.998 9.685 -0.015 0.031 -0.007
Si 9.57 12.262 9.702 0.01 0.017 -0.004
Si 6.833 20.446 9.658 0.001 -0.02 -0.018
Si 9.565 17.735 9.667 0.012 0.017 0
Si 6.85 25.944 9.64 -0.014 0.013 0.005
Si 9.569 23.193 9.656 -0.025 0.011 0.005
Si 6.866 31.48 9.607 -0.001 0.001 -0.01
Si 9.598 28.713 9.618 -0.007 -0.049 0.022
Si 6.858 36.938 9.59 -0.002 0.005 -0.011
Si 9.579 34.216 9.589 -0.044 0.01 -0.002
Si 6.846 42.402 9.617 -0.027 -0.002 -0.001
Si 9.567 39.66 9.611 0.009 0 -0.007
Si 6.837 47.88 9.64 -0.015 -0.029 -0.004
Si 9.58 45.149 9.621 -0.006 -0.033 -0.01
Si 6.813 53.374 9.636 -0.02 -0.024 0.004
Si 9.55 50.618 9.645 -0.017 -0.008 -0.005
Si 6.808 58.866 9.632 -0.019 0.017 0.014
Si 9.543 56.108 9.623 -0.028 0.026 0
Si 6.852 64.306 9.684 -0.012 0.007 0.013
Si 9.571 61.59 9.647 -0.023 0.006 0.01
Si 12.326 4.079 9.712 -0.028 0.007 0.009
Si 15.054 1.389 9.684 -0.022 0.031 0
Si 12.319 9.528 9.697 0.008 0.001 -0.001
Si 15.059 6.806 9.708 -0.012 -0.006 0.005
Si 12.301 15.007 9.672 -0.048 0.022 0
Si 15.056 12.266 9.673 -0.023 0.018 -0.004
Si 12.294 20.459 9.659 0.003 0.021 -0.005
Si 15.029 17.729 9.67 -0.011 0.009 0.012
Si 12.298 25.939 9.637 -0.005 0.015 0.006
Si 15.017 23.195 9.659 -0.004 0.036 0.001
Si 12.314 31.458 9.602 -0.004 -0.01 0.005
Si 15.047 28.7 9.63 0.004 -0.022 0.003
Si 12.287 36.944 9.599 -0.016 0.01 -0.007
Si 15.039 34.197 9.611 0.018 -0.001 0.002
Si 12.299 42.407 9.634 0 0.004 -0.003
Si 15.024 39.677 9.609 -0.005 0.025 -0.006
Si 12.29 47.887 9.634 -0.023 -0.013 -0.019
Si 15.03 45.146 9.659 0.022 -0.028 0.009
Si 12.264 53.351 9.641 0.006 0.009 -0.001
Si 15 50.611 9.636 -0.041 0.012 -0.013
Si 12.283 58.844 9.629 0.011 0.005 0.006
Si 14.993 56.1 9.639 0.028 -0.018 -0.003
Si 12.312 64.301 9.675 -0.004 0.017 0.008
Si 15.04 61.584 9.655 0.016 -0.009 0.01
Si 0.014 0.026 11.065 -0.029 -0.012 -0.002
Si 2.765 2.738 11.06 0.006 -0.005 -0.002
Si 0.026 5.446 11.085 0.009 0.025 0.011
Si 2.745 8.173 11.057 0.026 0.004 -0.001
Si 0.025 10.909 11.057 0.019 -0.019 0.01
Si 2.746 13.636 11.064 0.038 -0.026 -0.003
Si -0.003 16.351 11.032 0.049 -0.023 -0.014
Si 2.723 19.081 11.021 -0.009 -0.003 -0.012
Si -0.018 21.827 11.023 -0.011 -0.013 -0.007
Si 2.727 24.569 11.004 0.027 -0.001 -0.01
Si -0.008 27.32 11 0.013 -0.015 0.01
Si 2.749 30.074 10.989 -0.005 -0.037 -0.001
Si -0.001 32.818 10.971 0.01 -0.004 -0.004
Si 2.745 35.571 10.964 0.003 0.024 -0.004
Si -0.004 38.307 10.966 0.018 -0.012 0.003
Si 2.735 41.027 10.968 -0.038 0.011 0.002
Si -0.002 43.766 11.003 -0.002 0.016 0.006
Si 2.71 46.484 11.014 0.016 0.016 0.013
Si -0.058 49.224 11.009 0.042 0.003 0.002
Si 2.676 51.976 10.987 0.03 0.021 0.004
Si -0.049 54.723 10.987 0.001 0.018 -0.017
Si 2.708 57.481 11.005 0.023 -0.007 -0.011
Si -0.012 60.223 11.036 0.01 -0.029 -0.003
Si 2.74 62.952 11.048 -0.001 0.007 -0.007
Si 5.49 0.029 11.064 0.008 -0.003 0.004
Si 8.224 2.72 11.072 0.049 -0.005 -0.006
Si 5.489 5.444 11.057 0.014 -0.036 0.001
Si 8.212 8.154 11.065 0.018 -0.025 -0.011
Si 5.47 10.902 11.064 0.002 -0.004 0.007
Si 8.204 13.632 11.059 0.018 -0.031 -0.003
Si 5.47 16.356 11.06 0.014 -0.025 0.015
Si 8.204 19.091 11.041 0.019 0.014 0.002
Si 5.476 21.826 11.016 -0.016 0.02 -0.009
Si 8.216 24.582 11.011 0.007 -0.01 -0.01
Si 5.489 27.326 10.994 0.022 -0.002 0.011
Si 8.224 30.088 10.964 -0.009 0.001 -0.001
Si 5.49 32.824 10.976 -0.02 -0.01 -0.004
Si 8.212 35.565 10.962 0.02 -0.005 -0.009
Si 5.489 38.302 10.958 0.004 -0.014 -0.005
Si 8.202 41.026 10.986 -0.013 -0.007 0.005
Si 5.457 43.738 10.998 0.003 0.03 0.011
Si 8.182 46.481 10.996 0.013 0.019 0.005
Si 5.428 49.22 10.995 0.027 0.033 0.001
Si 8.154 51.97 10.996 0.014 0.016 0.002
Si 5.429 54.734 10.985 0.016 0.013 -0.004
Si 8.178 57.48 10.977 0.012 -0.031 -0.012
Si 5.471 60.229 11.022 0.002 -0.021 0
Si 8.226 62.937 11.044 -0.01 -0.039 -0.004
Si 10.964 0.009 11.078 0.027 -0.015 0.001
Si 13.698 2.717 11.092 0.036 -0.009 0.002
Si 10.958 5.433 11.082 0.049 -0.007 0
Si 13.696 8.163 11.077 -0.016 -0.013 0.007
Si 10.951 10.886 11.071 0 -0.001 0.005
Si 13.68 13.625 11.032 0.011 -0.006 -0.005
Si 10.935 16.367 11.039 -0.013 -0.015 0.005
Si 13.66 19.09 11.035 0.011 -0.023 -0.005
Si 10.929 21.824 11.03 0.007 0.019 -0.002
Si 13.653 24.569 11.013 0.024 -0.009 0.003
Si 10.944 27.328 10.986 0.016 0.017 0.005
Si 13.666 30.072 10.97 0.031 0.026 -0.002
Si 10.939 32.827 10.951 0.015 -0.022 -0.012
Si 13.657 35.567 10.96 0.006 -0.009 0.001
Si 10.926 38.295 10.982 0.027 0.014 0
Si 13.67 41.04 10.995 0.023 -0.009 0.005
Si 10.921 43.767 11.001 0 0.009 0.009
Si 13.637 46.503 11.012 0.005 0.028 -0.001
Si 10.898 49.225 11.002 0.016 0.01 -0.007
Si 13.622 51.968 10.992 0.024 0.017 -0.003
Si 10.888 54.719 10.991 -0.001 -0.004 -0.01
Si 13.634 57.471 11.006 -0.014 -0.008 -0.01
Si 10.934 60.21 11.007 0.001 -0.014 0.001
Si 13.678 62.931 11.042 -0.004 -0.02 -0.006
Si 1.409 1.367 12.446 0.047 0.044 -0.011
Si 4.15 4.069 12.446 0.016 0.052 -0.001
Si 1.414 6.798 12.45 -0.015 0.009 0.007
Si 4.112 9.521 12.43 -0.022 -0.023 -0.011
Si 1.405 12.251 12.436 -0.025 0.028 0.003
Si 4.13 14.98 12.44 -0.015 0.032 -0.012
Si 1.375 17.708 12.392 -0.041 -0.012 -0.011
Si 4.107 20.447 12.366 -0.005 -0.023 -0.01
Si 1.363 23.195 12.373 0.023 0.025 0
Si 4.118 25.936 12.343 -0.067 -0.01 -0.01
Si 1.375 28.694 12.34 0.01 0.021 -0.006
Si 4.141 31.43 12.339 -0.012 0.025 -0.009
Si 1.381 34.185 12.318 0.002 -0.004 -0.018
Si 4.123 36.935 12.319 -0.019 0.008 -0.009
Si 1.367 39.671 12.336 0.023 0.017 -0.012
Si 4.083 42.375 12.368 -0.01 -0.024 -0.001
Si 1.35 45.113 12.397 -0.015 -0.006 0.006
Si 4.069 47.846 12.379 -0.003 0.003 0.011
Si 1.315 50.586 12.355 -0.053 -0.033 -0.009
Si 4.054 53.342 12.33 -0.023 -0.001 -0.001
Si 1.327 56.091 12.335 -0.043 -0.051 -0.001
Si 4.097 58.844 12.356 -0.031 -0.028 0.018
Si 1.372 61.576 12.409 0.001 0.002 0.018
Si 4.13 64.284 12.433 -0.015 -0.011 0.013
Si 6.879 1.349 12.459 -0.049 0 0.018
Si 9.612 4.041 12.458 -0.074 0.001 -0.002
Si 6.861 6.778 12.449 0.009 0.037 0.013
Si 9.602 9.491 12.443 -0.005 0.009 -0.013
Si 6.853 12.254 12.432 0.009 0.025 -0.012
Si 9.593 14.988 12.417 0.029 0.015 -0.009
Si 6.859 17.712 12.418 -0.01 -0.004 -0.011
Si 9.578 20.449 12.409 -0.026 0.001 -0.007
Si 6.859 23.199 12.364 0.001 0.023 -0.013
Si 9.584 25.968 12.363 -0.001 0.02 0.005
Si 6.872 28.707 12.337 -0.003 -0.008 0.01
Si 9.602 31.439 12.326 -0.005 0.029 -0.008
Si 6.865 34.185 12.327 -0.021 -0.017 0.007
Si 9.567 36.916 12.345 -0.049 -0.032 -0.004
Si 6.835 39.659 12.354 0.004 0.013 0.005
Si 9.552 42.395 12.368 0.025 0.02 -0.006
Si 6.807 45.106 12.363 -0.024 -0.035 -0.02
Si 9.531 47.846 12.365 -0.012 -0.007 -0.011
Si 6.785 50.581 12.355 -0.044 -0.023 -0.009
Si 9.522 53.337 12.348 -0.033 -0.01 0.002
Si 6.813 56.101 12.328 0.028 0.052 -0.009
Si 9.557 58.828 12.347 -0.024 -0.004 0.002
Si 6.866 61.564 12.402 0.01 0.022 0.021
Si 9.613 64.255 12.445 -0.004 0.036 0.007
Si 12.349 1.332 12.468 -0.046 -0.004 0.004
Si 15.092 4.058 12.465 -0.044 -0.01 0.005
Si 12.355 6.774 12.455 -0.027 0.023 -0.009
Si 15.098 9.517 12.432 -0.014 0.027 -0.004
Si 12.352 12.242 12.424 -0.008 0.012 0.008
Si 15.06 14.969 12.406 -0.034 -0.001 0.001
Si 12.314 17.709 12.414 -0.015 0.025 0.008
Si 15.034 20.452 12.394 0.027 0.058 0.001
Si 12.291 23.203 12.388 -0.007 -0.013 0.006
Si 15.028 25.942 12.362 0 -0.005 -0.001
Si 12.311 28.693 12.343 -0.013 -0.047 0.007
Si 15.033 31.438 12.323 -0.01 -0.035 -0.001
Si 12.296 34.187 12.324 0.013 0.005 -0.01
Si 15.03 36.932 12.32 0.009 0.008 -0.025
Si 12.295 39.663 12.341 -0.027 -0.018 -0.03
Si 15.038 42.405 12.37 0.013 0.003 -0.006
Si 12.271 45.132 12.381 0.003 -0.014 -0.014
Si 14.996 47.854 12.393 -0.037 -0.03 -0.004
Si 12.261 50.59 12.355 0.005 0.012 -0.011
Si 14.992 53.338 12.334 0.001 0.001 0.002
Si 12.256 56.087 12.35 0.003 -0.011 0.018
Si 15.013 58.838 12.37 0.026 0.012 0.011
Si 12.309 61.553 12.4 0.011 -0.019 0.008
Si 15.055 64.27 12.432 0.018 0.016 0.003
Si 0.058 2.702 13.858 -0.027 -0.019 0.016
Si 2.771 0 13.827 -0.009 -0.005 -0.002
Si 0.076 8.176 13.828 -0.022 -0.013 0.02
Si 2.778 5.419 13.818 0.01 -0.036 -0.042
Si 0.03 13.612 13.786 0.025 -0.029 -0.019
Si 2.772 10.884 13.823 0.034 -0.029 0.022
Si 0.003 19.071 13.745 0.059 -0.034 0
Si 2.759 16.366 13.77 0.017 -0.025 -0.009
Si -0.016 24.566 13.723 -0.018 -0.004 0.016
Si 2.738 21.809 13.719 0.005 0.032 0.025
Si -0.016 30.058 13.682 0.018 0.015 -0.001
Si 2.746 27.309 13.687 0.041 -0.043 0.002
Si -0.01 35.545 13.661 0.005 -0.025 0.031
Si 2.757 32.804 13.666 0.034 -0.031 0.007
Si 0.005 41.029 13.726 0.009 0.004 -0.002
Si 2.76 38.309 13.675 -0.034 -0.045 -0.018
Si -0.047 46.468 13.758 0.024 0.039 0.002
Si 2.706 43.718 13.76 0.015 0.018 -0.007
Si -0.075 51.949 13.692 -0.011 0.051 -0.015
Si 2.663 49.199 13.728 0.004 0.043 0.011
Si -0.026 57.454 13.707 0.016 0.004 -0.014
Si 2.68 54.703 13.68 -0.011 0.063 0.013
Si 0.007 62.909 13.812 -0.006 -0.018 -0.001
Si 2.759 60.203 13.747 0.002 -0.03 -0.003
Si 5.514 2.703 13.838 0 -0.011 -0.01
Si 8.26 -0.023 13.829 0.038 -0.034 -0.021
Si 5.459 8.135 13.794 0.023 0.063 -0.034
Si 8.235 5.392 13.821 0.077 -0.04 -0.019
Si 5.512 13.624 13.824 0.018 -0.054 0.068
Si 8.21 10.857 13.782 0.045 -0.005 0.011
Si 5.485 19.103 13.745 -0.017 0.025 -0.006
Si 8.225 16.336 13.799 -0.001 0.002 0.056
Si 5.494 24.572 13.709 0.02 -0.028 0.017
Si 8.219 21.845 13.751 0.017 -0.008 0.027
Si 5.51 30.058 13.714 -0.019 -0.016 0.03
Si 8.242 27.361 13.724 -0.028 -0.02 -0.007
Si 5.483 35.548 13.672 0.02 0.024 -0.005
Si 8.239 32.806 13.678 -0.016 -0.01 -0.036
Si 5.45 41.004 13.734 -0.027 0.005 -0.013
Si 8.197 38.274 13.711 0.019 0.003 -0.007
Si 5.415 46.439 13.738 0.036 0.004 -0.002
Si 8.151 43.733 13.741 -0.006 0.031 0.005
Si 5.386 51.938 13.693 0.041 -0.005 0.027
Si 8.124 49.18 13.717 0.028 0.034 0.003
Si 5.471 57.472 13.698 0.01 -0.066 -0.001
Si 8.145 54.708 13.691 -0.015 0.001 0.02
Si 5.52 62.92 13.79 -0.03 -0.005 -0.024
Si 8.235 60.181 13.753 0.014 -0.056 -0.021
Si 10.984 2.674 13.849 0.087 -0.01 -0.012
Si 13.697 -0.047 13.857 0.017 0.014 0.021
Si 10.984 8.121 13.825 0.043 -0.043 0.028
Si 13.739 5.419 13.841 0.004 0.005 0.018
Si 10.99 13.626 13.77 -0.062 0.014 -0.007
Si 13.741 10.874 13.8 -0.005 -0.016 0.001
Si 10.932 19.06 13.78 0.039 0.011 0.018
Si 13.701 16.335 13.773 0.036 -0.067 -0.011
Si 10.938 24.6 13.742 -0.019 0.022 0.008
Si 13.65 21.814 13.745 0.016 0.01 0.004
Si 10.947 30.058 13.71 0.022 -0.012 -0.015
Si 13.656 27.314 13.717 0.031 0.027 0.001
Si 10.931 35.538 13.704 0.026 0.006 0.011
Si 13.648 32.794 13.676 0.028 0.031 0.01
Si 10.934 41.022 13.716 0.01 -0.044 -0.001
Si 13.661 38.291 13.694 -0.005 0.012 0.021
Si 10.869 46.472 13.749 0.025 0.005 0.025
Si 13.654 43.767 13.734 -0.003 0.01 -0.007
Si 10.867 51.939 13.699 0.043 0.013 0.004
Si 13.602 49.221 13.737 -0.002 0.007 0.006
Si 10.89 57.446 13.722 -0.039 0.03 -0.003
Si 13.615 54.694 13.688 0.053 -0.012 -0.02
Si 10.97 62.88 13.827 0.007 -0.003 -0.003
Si 13.663 60.185 13.77 -0.004 -0.034 -0.013
Si 1.459 4.057 15.232 0.078 0.08 0.027
Si 4.167 1.326 15.218 0.011 0.005 0.066
Si 1.44 9.524 15.243 0.003 0.028 0.099
Si 4.129 6.769 15.2 0.006 -0.032 0.102
Si 1.393 15 15.124 -0.014 0.034 0.006
Si 4.164 12.228 15.188 -0.003 0.017 0.034
Si 1.389 20.424 15.094 -0.052 -0.034 -0.011
Si 4.143 17.735 15.12 0.017 -0.025 0.043
Si 1.364 25.954 15.051 0.071 0.033 0.027
Si 4.149 23.157 15.054 -0.064 0.044 -0.022
Si 1.371 31.434 15.003 -0.018 -0.004 -0.009
Si 4.131 28.654 15.05 -0.008 -0.031 0.004
Si 1.386 36.919 14.976 0.087 0.12 -0.048
Si 4.147 34.151 15.023 -0.072 -0.044 0.007
Si 1.364 42.346 15.159 -0.046 -0.028 0.101
Si 4.108 39.627 15.114 0.015 0.039 0.069
Si 1.308 47.835 15.127 -0.033 -0.073 0.06
Si 4.062 45.072 15.136 -0.014 0.012 0.058
Si 1.311 53.304 15.023 -0.069 -0.048 0.018
Si 4.01 50.579 15.084 0.005 -0.007 0.032
Si 1.362 58.821 15.058 -0.048 -0.026 0.008
Si 4.073 56.084 14.995 -0.015 0.044 -0.029
Si 1.407 64.245 15.188 0.019 0.021 0.026
Si 4.178 61.52 15.131 -0.018 0.056 0.034
Si 6.897 4.03 15.232 0.009 0.013 0.091
Si 9.647 1.281 15.239 -0.057 -0.019 0.088
Si 6.818 9.492 15.149 -0.045 -0.081 -0.018
Si 9.629 6.716 15.193 -0.024 0.022 -0.007
Si 6.89 14.978 15.221 0.049 0.006 0.012
Si 9.624 12.228 15.087 0.018 -0.028 -0.037
Si 6.854 20.468 15.107 -0.021 -0.031 0.033
Si 9.61 17.668 15.181 -0.022 -0.029 0.056
Si 6.858 25.981 15.043 0.006 0.056 0.004
Si 9.583 23.231 15.109 0.001 -0.004 0.017
Si 6.926 31.417 15.055 0.025 0.084 0.028
Si 9.61 28.711 15.129 -0.012 -0.035 0.073
Si 6.821 36.903 15.067 -0.013 -0.069 0.044
Si 9.581 34.15 15.072 -0.038 -0.01 0.035
Si 6.793 42.358 15.123 0.002 -0.013 0.035
Si 9.579 39.631 15.065 -0.003 0.045 0.021
Si 6.773 47.794 15.102 -0.057 0.018 0.011
Si 9.48 45.109 15.12 -0.006 -0.032 0.054
Si 6.755 53.322 15.017 0.005 -0.006 -0.012
Si 9.486 50.561 15.05 -0.053 -0.045 0.012
Si 6.848 58.818 15.086 0.04 0.011 0.042
Si 9.507 56.064 15.069 0.012 -0.035 0.034
Si 6.913 64.229 15.2 -0.017 0.031 0.058
Si 9.621 61.476 15.176 -0.044 -0.032 0.069
Si 12.373 4.033 15.206 -0.056 -0.065 0.009
Si 15.111 1.29 15.212 -0.023 0.039 0.004
Si 12.418 9.463 15.165 -0.015 0.018 -0.038
Si 15.168 6.765 15.191 -0.041 0.006 0.031
Si 12.386 14.948 15.169 0.032 0.022 0.052
Si 15.141 12.204 15.184 -0.041 0.074 0.026
Si 12.305 20.429 15.127 -0.031 -0.005 0.053
Si 15.063 17.706 15.133 0.012 0.037 0.048
Si 12.298 25.968 15.12 -0.009 -0.017 0.06
Si 15.015 23.193 15.087 0.028 0.01 0.047
Si 12.308 31.419 15.068 0.024 -0.002 0.075
Si 15.031 28.684 15.055 -0.048 -0.043 0.029
Si 12.301 36.91 15.057 -0.015 -0.03 0.014
Si 15.017 34.166 15.015 -0.04 0.009 -0.002
Si 12.299 42.386 15.085 0.014 0.086 0.049
Si 15.013 39.675 15.055 0.017 -0.071 0.009
Si 12.225 47.856 15.103 -0.004 0.021 0.036
Si 15.002 45.105 15.148 -0.064 -0.045 0.067
Si 12.24 53.314 15.036 -0.035 -0.012 0.044
Si 14.955 50.612 15.084 0.043 0.021 0.025
Si 12.273 58.794 15.091 0.022 0.004 0.05
Si 14.989 56.068 15.026 -0.04 -0.042 0.002
Si 12.345 64.189 15.257 0.009 0.003 0.071
Si 15.027 61.534 15.171 0.059 0.018 0.061
Si 0.022 -0.103 16.625 -0.001 0.009 -0.034
Si 2.783 2.645 16.621 0.013 0.033 0.009
Si 0.178 5.486 16.622 -0.078 -0.129 0.133
Si 2.808 8.132 16.629 0.005 0.001 0
Si 0.09 10.893 16.652 0.121 -0.099 0.037
Si 2.773 13.644 16.467 0.013 -0.069 0.03
Si 0.079 16.396 16.504 -0.022 -0.14 0.116
Si 2.804 19.11 16.493 -0.042 0.002 0.028
Si -0.063 21.738 16.398 0.065 0.024 0.024
Si 2.763 24.548 16.333 0.089 -0.02 0.116
Si -0.017 27.318 16.423 -0.035 0.061 -0.063
Si 2.703 30.013 16.331 0.04 0.078 -0.015
Si -0.003 32.807 16.348 0.044 -0.106 0.02
Si 2.752 35.548 16.31 -0.053 0.026 -0.033
Si 0.006 38.268 16.317 0.001 -0.01 0.125
Si 2.76 40.965 16.54 -0.027 -0.019 0.126
Si -0.059 43.686 16.53 0.084 0.055 -0.065
Si 2.643 46.401 16.497 0.045 0.098 0.085
Si -0.069 49.267 16.441 -0.121 -0.003 -0.082
Si 2.625 51.951 16.451 -0.003 0.044 -0.016
Si -0.057 54.68 16.341 -0.045 -0.003 0.034
Si 2.793 57.495 16.367 0.066 -0.164 -0.017
Si 0.002 60.135 16.467 0.051 0.056 0.014
Si 2.833 62.879 16.495 -0.026 -0.092 0.072
Si 5.599 -0.001 16.584 -0.03 -0.098 0.08
Si 8.31 2.666 16.613 0.007 -0.004 -0.061
Si 5.469 5.375 16.573 0.045 0.061 0.055
Si 8.141 8.046 16.448 0.068 0.012 0.079
Si 5.5 10.833 16.603 -0.015 0.099 0.104
Si 8.294 13.527 16.526 -0.018 0.025 -0.015
Si 5.506 16.415 16.543 -0.06 0.083 0.095
Si 8.206 19.083 16.471 -0.02 0.018 0.036
Si 5.494 21.822 16.495 0.056 -0.081 0.05
Si 8.202 24.642 16.426 -0.014 0.059 -0.002
Si 5.529 27.329 16.451 -0.016 -0.102 0.173
Si 8.275 30.102 16.518 -0.063 -0.082 -0.001
Si 5.559 32.792 16.373 0.089 -0.034 0.027
Si 8.211 35.54 16.407 -0.074 -0.047 0.08
Si 5.456 38.226 16.486 0.022 0.032 -0.04
Si 8.165 40.935 16.429 0.061 0.044 0.066
Si 5.419 43.699 16.536 -0.034 -0.037 0.03
Si 8.089 46.435 16.546 0.04 -0.047 -0.013
Si 5.349 49.144 16.409 0.045 -0.017 0.11
Si 8.11 51.949 16.36 -0.044 -0.033 0.079
Si 5.333 54.644 16.351 0.054 0.091 0.01
Si 8.131 57.4 16.455 0.005 0.069 0.06
Si 5.573 60.19 16.525 -0.069 -0.099 0.021
Si 8.237 62.784 16.565 0.123 0.058 -0.018
Si 10.97 -0.122 16.666 0.053 0.06 0.044
Si 13.778 2.684 16.564 -0.015 -0.085 0.094
Si 11.014 5.364 16.611 0.075 -0.009 -0.065
Si 13.829 8.118 16.563 0.009 -0.031 -0.015
Si 11.01 10.865 16.413 -0.011 0.077 0.039
Si 13.799 13.579 16.536 -0.015 -0.059 0.028
Si 11.008 16.275 16.559 -0.026 0.034 -0.052
Si 13.634 19.006 16.504 0.065 0.024 0.018
Si 10.961 21.851 16.459 0.007 -0.006 0.023
Si 13.664 24.579 16.469 0.004 -0.02 -0.021
Si 10.967 27.348 16.537 0.013 0.075 0.08
Si 13.691 30.06 16.437 -0.024 -0.057 0.098
Si 10.904 32.734 16.447 0.111 0.105 0.027
Si 13.629 35.488 16.399 0.025 0.012 0.176
Si 10.974 38.298 16.441 -0.043 -0.026 0.009
Si 13.692 41.055 16.472 -0.057 -0.049 -0.039
Si 10.862 43.706 16.424 0.077 0.029 0.082
Si 13.609 46.516 16.473 -0.053 -0.052 0.058
Si 10.781 49.173 16.459 0.041 0.046 0.01
Si 13.537 51.945 16.45 0.051 0.067 0.078
Si 10.878 54.67 16.394 -0.043 -0.046 0
Si 13.598 57.375 16.409 0.075 0.055 -0.049
Si 10.979 60.103 16.574 -0.042 -0.043 0.084
Si 13.687 62.806 16.681 -0.029 -0.034 -0.029
Si 1.412 1.241 17.975 -0.014 0.031 -0.056
Si 4.168 3.993 18.006 0.034 -0.008 0.023
Si 1.523 6.84 18.151 0.001 -0.045 0.152
Si 4.13 9.479 18.048 0.044 -0.06 0.058
Si 1.503 12.343 17.961 0.071 0.1 -0.038
Si 4.066 15.046 17.834 -0.07 0.028 -0.117
Si 1.456 17.772 17.89 -0.01 -0.042 -0.073
Si 4.186 20.41 17.919 0.133 -0.061 -0.001
Si 1.401 23.102 17.605 -0.021 -0.052 -0.248
Si 4.128 25.885 17.745 0.082 -0.023 -0.156
Si 1.303 28.743 17.761 0.045 0.009 0.043
Si 4.156 31.346 17.583 0.043 -0.212 -0.087
Si 1.354 34.23 17.628 -0.099 0.237 -0.017
Si 4.065 36.81 17.786 0.038 -0.071 -0.038
Si 1.324 39.533 17.811 -0.062 -0.04 -0.048
Si 4.137 42.31 17.986 -0.022 -0.078 0.017
Si 1.281 45.029 17.915 0.088 -0.004 0.016
Si 3.998 47.786 17.853 -0.028 -0.118 -0.048
Si 1.271 50.598 17.85 0.003 -0.019 0.052
Si 3.967 53.353 17.791 -0.029 0.061 0.047
Si 1.431 56.028 17.571 0.075 0.001 -0.136
Si 4.174 58.813 17.807 0.011 0.021 -0.087
Si 1.466 61.461 17.809 -0.068 0.029 -0.085
Si 4.274 64.172 17.889 0.157 0.141 -0.096
Si 6.994 1.319 18.037 -0.053 -0.027 0.088
Si 9.66 4 18.032 0.002 -0.046 0.054
Si 6.814 6.731 17.959 -0.005 0.013 0.01
Si 9.536 9.492 17.617 -0.189 0.042 -0.148
Si 6.909 12.211 17.93 0.071 -0.14 -0.07
Si 9.766 14.765 17.894 0.155 -0.133 0.124
Si 6.898 17.771 17.953 -0.008 0.042 0.159
Si 9.539 20.512 17.781 -0.011 -0.003 -0.1
Si 6.83 23.297 17.778 -0.075 0.102 -0.126
Si 9.544 25.965 17.86 -0.1 0.042 -0.027
Si 6.895 28.735 17.864 -0.06 -0.001 -0.153
Si 9.654 31.41 17.977 0.014 -0.069 0.097
Si 6.903 34.145 17.818 -0.014 0.064 0.066
Si 9.585 36.911 17.756 -0.027 0.003 -0.145
Si 6.885 39.534 17.855 0.092 0.076 -0.033
Si 9.527 42.283 17.794 0.036 -0.098 -0.09
Si 6.745 45.04 17.961 0.02 0.046 0.052
Si 9.42 47.838 17.906 0.006 0.038 -0.081
Si 6.7 50.582 17.683 0.038 0.024 -0.228
Si 9.462 53.325 17.723 0.077 -0.013 -0.163
Si 6.633 56.027 17.702 -0.122 -0.015 -0.103
Si 9.568 58.677 17.86 0.01 -0.042 -0.072
Si 6.963 61.435 18.034 -0.014 -0.082 0.089
Si 9.598 64.013 18.025 0.016 -0.091 0.043
Si 12.418 1.294 17.944 -0.001 0.037 -0.139
Si 15.235 4.036 17.902 0.079 0.096 -0.159
Si 12.469 6.728 17.894 0.116 -0.207 -0.033
Si 15.244 9.381 18.023 0.066 -0.013 0.122
Si 12.472 12.087 17.831 -0.054 -0.038 -0.004
Si 15.169 15.001 17.892 0.065 0.146 -0.024
Si 12.306 17.668 17.975 0.052 -0.083 0.087
Si 14.984 20.384 17.841 -0.001 0.079 -0.05
Si 12.333 23.19 17.858 0.04 -0.087 0.06
Si 15.064 25.934 17.807 -0.097 0.069 -0.009
Si 12.367 28.746 17.924 0.109 -0.065 0.087
Si 15.104 31.423 17.755 -0.007 0.029 -0.005
Si 12.248 34.091 17.796 0.076 -0.006 -0.186
Si 15.068 36.889 17.655 0.032 -0.011 -0.151
Si 12.342 39.686 17.81 0.01 0.018 -0.052
Si 15.025 42.336 17.965 0.018 -0.112 0.185
Si 12.168 45.136 17.776 -0.119 -0.016 -0.177
Si 14.944 47.967 17.812 0.004 0.076 -0.075
Si 12.081 50.586 17.811 -0.033 0.091 -0.087
Si 14.936 53.375 17.741 -0.072 0.028 -0.102
Si 12.231 56.01 17.783 -0.002 0.028 -0.097
Si 14.993 58.711 17.742 -0.104 0.042 -0.155
Si 12.348 61.373 18.097 0.105 -0.107 0.139
Si 15.102 64.137 18.061 0.027 -0.013 0.088
Si 0.084 2.629 19.36 -0.106 -0.005 0.161
Si 2.864 -0.138 19.208 -0.029 -0.104 0.147
Si 0.273 8.292 19.7 -0.189 -0.065 0.276
Si 2.873 5.327 19.474 -0.042 -0.036 0.282
Si 0.199 13.771 19.349 -0.06 0.104 0.289
Si 2.842 10.988 19.379 -0.133 0.037 0.313
Si -0.012 19.068 19.202 -0.006 -0.001 0.272
Si 2.815 16.427 19.318 0.086 -0.038 0.191
Si 0.019 24.385 18.925 0.18 -0.017 0.21
Si 2.709 21.812 19.063 -0.122 0.061 0.245
Si 0.052 30.153 19.245 0.118 0.182 0.241
Si 2.633 27.241 18.947 0.039 -0.129 0.276
Si -0.067 35.493 19.065 0.048 -0.128 0.354
Si 2.86 32.865 18.701 0.028 0.115 0.216
Si 0.052 40.852 19.34 -0.01 0.013 0.229
Si 2.547 37.977 19.135 -0.17 0.064 0.418
Si -0.061 46.601 19.12 0.103 0.016 0.161
Si 2.643 43.61 19.372 -0.06 -0.11 0.115
Si -0.14 52.022 19.113 -0.054 0.074 0.167
Si 2.633 49.198 19.214 0.156 -0.01 0.191
Si 0.126 57.4 18.843 -0.073 -0.131 0.211
Si 2.626 54.788 19.15 -0.089 0.028 0.244
Si 0.125 62.65 19.316 0.05 -0.005 0.256
Si 2.875 60.176 19.197 0.057 0.108 0.317
Si 5.591 2.707 19.419 0.062 0.061 0.261
Si 8.322 -0.185 19.385 -0.069 0.038 0.248
Si 5.505 8.101 19.457 0.135 0.027 0.255
Si 8.16 5.322 19.336 -0.047 0.224 0.267
Si 5.491 13.717 19.095 0.178 -0.063 0.165
Si 8.297 10.706 19.198 0.062 0.002 0.212
Si 5.561 19.209 19.517 0.097 -0.067 0.283
Si 8.35 16.188 19.07 -0.082 0.066 0.228
Si 5.442 24.515 19.24 -0.078 0.033 0.216
Si 8.262 22.028 19.065 0.202 0.056 0.298
Si 5.365 30.035 19.137 -0.123 -0.109 0.347
Si 8.257 27.398 19.289 0.163 0.023 0.01
Si 5.47 35.511 19.166 0.061 -0.159 0.286
Si 8.274 32.806 19.3 -0.114 0.146 0.137
Si 5.555 40.811 19.301 0.117 0.017 0.235
Si 8.295 38.188 19.251 -0.017 -0.042 0.28
Si 5.299 46.384 19.329 0.032 0.215 0.151
Si 8.164 43.571 19.216 0.071 -0.066 0.166
Si 5.293 51.888 19.029 0.036 -0.031 0.326
Si 7.981 49.278 19.135 -0.017 0.067 0.196
Si 5.351 57.34 19.195 0 -0.004 0.25
Si 7.984 54.645 18.951 0.069 -0.052 0.326
Si 5.632 62.853 19.388 -0.085 0.054 0.192
Si 8.322 59.951 19.382 0.058 -0.049 0.22
Si 11.146 2.68 19.376 0.125 -0.047 0.211
Si 13.694 -0.089 19.398 0.111 0.056 0.269
Si 10.882 8.129 18.869 -0.003 -0.062 0.247
Si 14.015 5.471 19.289 -0.026 -0.101 0.134
Si 11.228 13.351 19.343 -0.045 0.104 0.233
Si 13.775 10.682 19.264 -0.157 -0.006 0.209
Si 10.847 19.174 19.181 -0.114 -0.161 0.213
Si 13.743 16.226 19.333 0.012 0.021 0.164
Si 10.933 24.573 19.174 -0.001 -0.125 0.243
Si 13.639 21.734 19.27 -0.015 0.088 0.177
Si 11.075 30.114 19.471 0.171 -0.071 0.211
Si 13.81 27.342 19.263 0.034 0.073 0.139
Si 10.888 35.529 19.09 0.012 -0.075 0.299
Si 13.687 32.721 19.087 0.016 0.084 0.404
Si 10.897 40.924 19.21 -0.077 0.017 0.094
Si 13.826 38.326 19.01 0.182 0.004 0.226
Si 10.757 46.407 19.245 0.057 -0.091 0.303
Si 13.516 43.793 19.139 -0.002 0.016 0.274
Si 10.723 51.994 19.198 -0.052 -0.002 0.175
Si 13.431 49.249 19.18 0.04 -0.089 0.175
Si 10.823 57.202 19.219 -0.127 -0.095 0.284
Si 13.612 54.762 19.175 0.249 -0.011 0.248
Si 10.898 62.628 19.564 0.103 -0.068 0.136
Si 13.732 59.81 19.389 -0.021 -0.014 0.31
Si 1.31 4.055 20.805 0.085 -0.003 -0.097
Si 4.356 1.069 20.57 -0.011 0.067 -0.077
Si 1.164 10.416 21.098 0.208 0.014 -0.298
Si 4.368 6.549 20.896 0.009 -0.049 -0.252
Si 1.229 15.544 20.903 0.133 0.038 -0.062
Si 4.431 12.293 20.569 -0.128 0.196 -0.079
Si 1.197 20.661 20.449 -0.006 -0.177 0.214
Si 4.566 17.294 20.726 0.127 0.113 0.075
Si 1.547 25.562 20.198 -0.124 0.035 0.124
Si 3.722 23.348 20.504 -0.119 0.168 -0.02
Si 1.551 31.803 20.21 -0.058 -0.175 -0.101
Si 4.081 28.327 20.383 -0.075 0.045 -0.136
Si 0.972 36.779 20.725 -0.131 -0.086 -0.479
Si 4.267 33.83 20.323 0.121 0.284 0.085
Si 1.766 41.779 20.741 -0.062 0.168 0.121
Si 3.9 39.418 20.308 0.118 0.125 -0.062
Si 1.575 47.6 20.592 -0.332 0.128 0.036
Si 3.707 45.194 20.734 -0.024 -0.061 0.049
Si 0.98 53.656 20.407 0.017 0.047 0.262
Si 4.18 50.415 20.525 0.026 -0.1 0.004
Si 1.4 58.735 20.284 0.03 0.097 0.294
Si 3.571 56.472 20.603 -0.067 0.083 0.12
Si 1.822 63.83 20.518 -0.039 -0.112 0.08
Si 4.065 61.692 20.692 -0.15 -0.025 -0.085
Si 6.648 4.311 20.961 0.078 -0.086 -0.359
Si 10.02 0.953 20.566 0.104 -0.043 0.004
Si 7.224 9.202 20.737 0.025 -0.207 -0.283
Si 9.406 7.026 20.323 -0.098 -0.265 -0.072
Si 6.815 15.06 20.444 0.187 -0.022 -0.092
Si 10.081 11.569 20.471 0.123 -0.045 0.154
Si 6.96 20.988 20.645 -0.054 -0.428 -0.353
Si 9.688 17.527 20.405 0.072 0.054 -0.121
Si 6.536 26.26 20.42 -0.001 -0.203 0.204
Si 9.806 23.024 20.617 -0.071 0.221 -0.254
Si 6.515 31.671 20.411 -0.005 0.077 0.194
Si 10.021 28.364 20.71 -0.139 -0.096 0.229
Si 7.06 36.629 20.537 -0.066 -0.143 0.02
Si 9.391 34.495 20.646 0.161 0.052 0.114
Si 7.304 41.852 20.643 -0.273 0.044 0.04
Si 9.573 39.593 20.732 0.024 0.055 0.057
Si 6.353 48.19 20.455 -0.034 0.004 0.008
Si 9.586 44.791 20.639 -0.097 -0.124 -0.111
Si 6.788 53.136 20.28 -0.149 -0.083 0.1
Si 8.995 50.923 20.509 -0.034 -0.019 0.215
Si 7.084 58.274 20.496 -0.019 -0.093 0.157
Si 9.144 55.97 20.463 -0.156 0.001 -0.01
Si 6.648 64.459 20.902 0.171 0.023 0.261
Si 9.951 60.756 21.015 -0.304 0.001 -0.004
Si 12.856 3.916 20.597 -0.046 -0.025 -0.231
Si 14.866 1.549 20.736 -0.167 0.017 -0.095
Si 12.116 9.285 20.423 -0.16 0.051 -0.087
Si 15.613 6.468 20.905 -0.106 0.138 -0.101
Si 12.96 14.393 20.733 0.005 -0.245 -0.12
Si 15.143 12.26 20.395 -0.099 -0.044 0.155
Si 11.952 20.653 20.632 0.027 0.124 0.024
Si 15.211 17.558 20.613 -0.078 0.105 -0.069
Si 12.198 26.067 20.432 0.065 0.014 0.141
Si 15.389 22.868 20.387 -0.094 -0.111 0.306
Si 12.841 31.272 20.783 -0.003 0.235 -0.282
Si 15 28.919 20.685 -0.032 -0.059 0.025
Si 12.577 36.776 20.121 -0.041 -0.145 0.108
Si 14.693 34.41 20.375 -0.059 -0.233 -0.053
Si 11.91 42.623 20.448 0.037 0.192 0.092
Si 15.343 39.224 20.671 -0.183 -0.042 -0.386
Si 12.313 47.6 20.552 -0.033 0.049 0.27
Si 14.636 45.537 20.26 0.125 0.042 0.209
Si 12.33 53.221 20.457 0.114 -0.122 0.368
Si 14.532 50.981 20.316 0.031 -0.091 0.339
Si 12.13 58.428 20.725 -0.052 0.072 -0.35
Si 15.393 55.978 20.267 0.137 -0.209 -0.108
Si 12.112 64.314 20.726 -0.164 0.245 0.154
Si 15.506 60.873 20.621 0.269 -0.264 -0.085
Si -0.074 -0.446 22.639 0.122 0.166 -0.004
Si 2.963 2.519 23.065 -0.012 0.056 -0.033
Si -0.458 7.354 23.777 -0.204 -0.13 0.51
Si 5.452 6.456 26.496 0.075 0.071 0
Si 3.214 11.634 23.073 -0.152 0.14 0.157
Si 3.514 13.921 25.107 0.162 0.127 0.177
Si 0.703 22.615 24.63 -0.121 0.061 0.344
Si -0.956 20.432 24.621 0.202 0.232 0.172
Si -0.233 26.838 22.599 0.323 -0.012 0.129
Si 3.179 30.215 22.358 -0.238 0.027 0.151
Si 1.803 34.107 22.15 0.067 -0.157 -0.075
Si -2.399 41.411 22.495 0.048 0.007 0.171
Si -4.482 44.377 23.757 0.043 0.08 0.429
Si 3.439 44.39 23.755 -0.07 0.068 0.372
Si 0.92 48.501 23.62 0.111 -0.119 0.277
Si 2.782 52.335 22.701 -0.103 -0.195 -0.003
Si -2.097 52.738 25.235 -0.049 -0.033 0.238
Si 4.995 54.536 22.624 0.364 -0.01 -0.011
Si 3.433 59.009 24.831 -0.217 -0.049 0.325
Si 7.153 -0.337 23.811 0.189 -0.065 0.284
Si 8.118 2.266 22.826 0.083 -0.016 0.211
Si 8.959 2.32 27.534 -0.111 -0.025 0.129
Si 11.893 6.565 25.127 -0.014 -0.115 0.228
Si 6.049 10.978 22.743 0.064 0.042 0.073
Si 8.791 13.636 22.312 -0.187 -0.007 0.057
Si 6.15 13.829 26.953 0.006 0.046 -0.071
Si 8.231 19.001 22.482 0.091 -0.131 0.378
Si 5.292 22.372 22.896 -0.003 -0.074 0.526
Si 9.208 23.429 23.581 0.111 0.018 0.467
Si 8.163 25.871 25.467 0.071 0.034 0.292
Si 6.192 30.159 22.942 0.078 0.052 0.42
Si 8.176 30.754 25.042 0.107 0.143 0.182
Si 8.976 33.589 25.434 -0.128 -0.101 0.203
Si 5.206 37.859 22.721 0.086 0.085 0.138
Si 5.022 40.316 24.422 -0.176 0.028 0.25
Si 6.283 45.169 24.891 -0.102 -0.134 0.303
Si 7.969 46.62 22.73 -0.013 0.007 0.081
Si 2.699 48.32 27.991 -0.022 -0.182 -0.122
Si 9.433 51.028 23.456 -0.062 -0.132 0.424
Si 6.709 54.291 25.121 0.134 -0.049 0.26
Si 9.828 55.207 25.404 -0.164 -0.083 0.3
Si 5.698 59.955 22.839 -0.084 -0.053 -0.011
Si 9.334 0.935 25.064 0.106 -0.163 0.234
Si 11.843 6.534 21.998 -0.116 -0.026 -0.204
Si 7.469 8.224 28.148 0.074 -0.059 -0.203
Si 9.778 14.827 30.624 -0.003 -0.158 -0.459
Si 11.767 16.906 24.761 -0.066 0.009 0.423
Si 10.996 15.772 22.267 0.103 0.142 0.394
Si 13.403 18.959 22.914 0.085 0.059 0.083
Si 12.059 23.716 24.729 -0.159 -0.013 0.369
Si 13.983 24.675 22.613 -0.077 -0.16 -0.025
Si 10.32 28.901 23.763 0.007 0.015 0.417
Si 13.581 33.451 22.933 0.16 -0.115 0.08
Si 10.891 34.96 23.4 -0.045 -0.069 0.258
Si 11.341 37.988 22.781 0.037 -0.178 0.043
Si 16.145 40.117 25.572 -0.098 -0.083 0.231
Si 13.674 41.475 25.692 0.111 0.107 0.663
Si 10.864 47.258 23.259 0.138 0.109 0.431
Si 15.023 50.586 23.304 -0.259 0.125 0.155
Si 10.357 54.005 22.71 0.025 0.101 0.132
Si 14.036 57.053 22.645 0.093 -0.036 0.536
Si 14.135 62.845 22.679 -0.213 -0.067 -0.031
Si -0.432 -2.966 26.824 -0.013 -0.092 0.187
Si 1.8 4.239 27.514 -0.07 0.004 0
Si 2.604 7.426 23.464 0.034 -0.184 0.339
Si -1.416 13.192 27.547 -0.01 -0.103 0.007
Si 1.724 20.312 23.36 -0.194 0.063 0.413
Si 3.196 16.221 23.276 0.045 0.072 0.238
Si 1.554 25.554 24.589 0.047 -0.183 0.187
Si 5.428 26.035 27.087 0.12 0.018 -0.078
Si -5.359 26.539 25.753 -0.096 0.056 0.149
Si 1.639 31.882 24.372 -0.136 -0.048 0.313
Si 1.995 35.785 28.732 -0.047 0.098 -0.127
Si 4.412 34.424 27.227 0.042 -0.148 0.024
Si 4.526 36.561 25.294 0.069 0.016 0.374
Si 4.515 50.399 26.991 0.194 0.005 -0.109
Si 0.697 45.545 24.551 0.178 0.098 0.172
Si -2.378 49.892 25.752 -0.144 -0.087 0.214
Si -3.824 59.803 26.624 -0.004 -0.086 0.094
Si 0.854 60.199 25.5 0.014 -0.012 0.289
Si 1.428 58.096 27.739 0.031 0.038 -0.003
Si 5.562 55.583 30.033 0.316 -0.055 -0.392
Si 4.597 4.715 28.727 -0.007 -0.146 -0.214
Si 3.932 6.698 32.554 -0.034 -0.089 -0.07
Si 2.97 8.324 26.195 -0.058 0.02 0.127
Si 11.546 8.806 26.896 -0.036 -0.033 0.036
Si 7.878 12.624 24.876 -0.018 0.078 0.354
Si 12.469 14.792 26.736 -0.033 -0.047 0.022
Si 6.179 19.766 24.444 0.098 -0.064 0.444
Si 11.628 21.164 26.503 0.013 0.099 -0.093
Si 8.997 20.535 24.743 0.062 0.077 0.325
Si 12.684 28.428 27.371 0.109 -0.071 -0.057
Si 6.636 27.042 23.189 0.115 -0.202 0.45
Si 8.695 31.695 27.711 -0.033 0.083 -0.022
Si 7.035 35.611 26.476 0.042 -0.102 0.056
Si 9.35 37.217 28.081 0.011 0.063 -0.172
Si 7.385 41.543 28.013 -0.03 0.082 -0.128
Si 14.981 44.114 22.772 0.089 0.063 0.377
Si 5.429 39.725 29.358 -0.103 -0.056 -0.213
Si 7.191 42.456 23.686 -0.029 -0.056 0.315
Si 7.206 51.324 25.526 0.012 -0.013 0.264
Si 5.595 46.642 32.373 0.029 -0.153 -0.295
Si 9.164 59.845 28.428 0.11 0.009 -0.043
Si 9.954 58.402 25.759 0.07 0.088 0.195
Si 8.83 62.391 26.558 0.125 -0.05 0.222
Si 11.227 0.825 28.849 -0.03 0.01 -0.172
Si 13.037 3.286 28.695 -0.127 0.02 -0.174
Si 14.258 8.025 26.02 -0.022 0.031 0.208
Si 11.492 17.446 27.726 0.062 -0.006 -0.107
Si 16.233 15.202 29.279 0.064 -0.066 -0.055
Si 13.395 19.803 28.333 0.004 -0.164 -0.183
Si 16.822 20.972 27.093 0.003 0.023 -0.089
Si 12.507 30.438 24.938 0.05 -0.134 0.176
Si 18.987 27.094 29.959 0.046 0.034 -0.384
Si 10.144 26.233 30.715 -0.081 0.043 -0.299
Si 14.942 31.732 25.054 0.06 -0.206 0.106
Si 16.279 33.829 29.572 0.038 0.118 -0.275
Si 13.848 37.34 27.515 -0.079 0.01 -0.212
Si 9.836 40.142 27.074 -0.114 -0.098 0.169
Si 18.591 41.517 23.839 0.066 -0.046 0.235
Si 10.628 46.387 33.086 -0.038 0.147 -0.15
Si 16.571 49.284 27.042 -0.098 -0.012 -0.008
Si 11.149 49.351 25.413 0.001 -0.008 0.298
Si 11.741 53.245 26.875 0.002 -0.046 0.066
Si 15.601 55.535 24.788 0.229 0.003 0.331
Si 14.862 58.403 25.105 0.111 0.074 0.568
Si 13.204 62.52 25.678 -0.167 -0.021 0.504
Si 0.076 0.055 27.386 0.002 -0.216 0.152
Si 3.33 -1.594 26.879 -0.042 -0.004 0.092
Si 0.247 6.654 26.469 -0.076 -0.056 0.14
Si -0.653 2.529 28.577 -0.076 -0.006 -0.084
Si 1.354 13.944 27.08 0.027 0.036 -0.036
Si 3.496 18.522 25.264 0.091 0.036 0.133
Si 1.987 17.973 30.936 -0.018 -0.077 -0.362
Si 3.916 25.011 31.88 -0.006 0.069 -0.291
Si 0.858 23.129 28.817 -0.098 0.025 -0.248
Si 1.098 30.779 32.335 0.188 0.132 0.001
Si 4.525 28.877 28.214 0.014 -0.005 0.002
Si -1.842 38.528 29.975 0.157 0.112 -0.483
Si 3.175 31.523 27.157 0.046 0.027 0.018
Si -2.992 38.818 25.094 0.178 -0.124 0.402
Si 1.166 44.029 27.309 -0.012 -0.156 -0.007
Si -3.849 49.989 30.405 -0.02 -0.084 -0.425
Si 3.31 50.586 29.729 0.07 0.129 -0.24
Si -0.061 58.553 30.165 0.043 0.012 -0.259
Si 2.118 56.194 25.529 -0.064 -0.005 0.099
Si 6.912 3.005 29.588 0.08 -0.124 -0.29
Si 6.336 -1.298 26.721 -0.008 0.051 0.131
Si 4.918 7.624 29.931 -0.014 0.013 -0.255
Si 10.223 6.931 28.86 0.109 0.102 -0.126
Si 8.714 18.235 28.982 0.116 0.097 -0.495
Si 9.186 10.848 27.202 0.035 -0.078 0.083
Si 2.828 19.298 28.195 -0.074 0.121 -0.237
Si 10.961 12.98 28.523 -0.015 -0.129 -0.215
Si 8.697 23.856 29.661 0.091 0.073 -0.319
Si 9.667 21.095 28.909 -0.189 0.07 -0.333
Si 1.182 25.945 27.624 -0.093 -0.142 -0.094
Si 5.626 24.272 29.587 0.141 -0.023 -0.199
Si 4.623 34.235 32.094 0.006 -0.302 -0.28
Si 11.338 30.472 28.994 -0.059 0.078 -0.128
Si 4.027 39.056 26.944 -0.007 -0.024 0.085
Si 7.811 38.22 30.691 -0.071 0.069 -0.502
Si 7.223 44.505 27.7 0.024 -0.029 0.02
Si 4.659 55.465 27.111 -0.076 0.066 -0.056
Si 2.692 45.541 29.32 -0.082 -0.068 -0.097
Si 4.179 56.515 32.66 0.065 -0.137 -0.242
Si 10.653 53.813 31.862 -0.088 -0.009 -0.447
Si 3.942 62.07 32.579 -0.036 -0.157 -0.056
Si 8.571 60.557 23.943 0.163 -0.271 0.443
Si 12.326 -0.132 31.466 -0.028 0.174 -0.309
Si 18.167 0.274 25.017 0.119 -0.168 0.445
Si 13.569 9.096 31.189 0 -0.061 -0.418
Si 10.865 4.637 27.037 0.073 -0.029 0.032
Si 6.335 14.942 32.112 -0.07 -0.038 -0.126
Si 13.656 11.449 29.411 -0.029 -0.074 -0.231
Si 15.379 18.014 29.844 0.128 0.105 -0.387
Si 12.104 24.431 31.807 0.042 0.172 -0.449
Si 9.518 29.34 30.962 0.025 -0.15 -0.189
Si 20.947 25.095 24.339 -0.228 0.046 0.308
Si 10.91 35.394 30.082 0.121 -0.008 -0.44
Si 13.332 34.603 28.744 0.17 -0.127 -0.198
Si 11.721 43.78 26.464 0.105 0.08 0.283
Si 15.377 40.13 32.293 0.012 0.067 -0.089
Si 9.84 41.869 29.611 -0.099 0.131 -0.417
Si 10.079 42.128 24.866 -0.083 0.183 0.239
Si 9.6 50.879 27.279 -0.032 0.068 0.046
Si 10.491 50.708 32.329 0.028 -0.099 -0.298
Si 15.025 53.027 31.901 -0.271 -0.048 -0.191
Si 11.146 64.646 26.467 -0.05 0.036 0.018
Si 3.908 3.506 32.235 -0.165 -0.054 -0.359
Si 1.776 -3.395 28.668 -0.049 -0.054 -0.077
Si 3.567 4.869 24.832 0.038 -0.027 0.386
Si 3.792 0.868 31.235 0.047 -0.064 -0.312
Si 3.496 9.886 28.572 -0.09 0.055 -0.022
Si 5.707 11.74 28.876 -0.136 0.024 -0.163
Si 1.889 14.822 31.296 -0.185 -0.004 -0.109
Si -0.473 26.726 30.902 0.147 0.083 -0.321
Si 3.235 22.133 32.198 0.031 0.01 -0.29
Si -0.786 28.249 28.437 -0.059 -0.014 -0.074
Si 0.806 31.001 29.29 -0.065 -0.036 -0.311
Si 1.968 34.855 31.4 -0.073 0.126 -0.298
Si 5.438 44.441 30.39 -0.05 -0.002 -0.261
Si 0.035 44.389 29.981 0.053 0.05 -0.158
Si -0.865 49.068 29.984 -0.143 0.043 -0.355
Si 3.965 41.902 30.351 -0.012 0.069 -0.185
Si -3.641 53.033 29.741 -0.05 -0.155 -0.243
Si 2.154 50.583 25.126 -0.016 -0.141 0.249
Si 1.899 60.468 30.957 -0.197 -0.079 -0.357
Si -0.911 60.977 31.094 0.077 0.054 -0.487
Si 2.127 64.923 29.424 -0.056 0.081 -0.029
Si 6.958 3.904 32.367 0.118 0.039 -0.322
Si 6.559 11.831 31.756 0.049 0.007 -0.389
Si 11.839 6.625 31.507 0.06 0.105 -0.2
Si 2.971 12.612 29.226 -0.031 -0.084 -0.064
Si 9.483 12.349 32.667 0.164 -0.176 0.191
Si 3.651 21.872 29.275 -0.027 0.114 -0.396
Si 7.101 15.788 29.253 -0.032 0.051 -0.463
Si 9.246 24.257 32.428 -0.085 0.218 -0.352
Si 9.55 17.816 31.868 -0.18 0.323 -0.601
Si 6.795 32.222 31.967 -0.196 -0.013 -0.284
Si 6.972 30.406 29.679 -0.022 0.07 -0.231
Si 6 36.932 32.592 0.123 -0.024 -0.163
Si 9.38 33.78 32.181 0.004 0.057 -0.079
Si 1.154 41.658 30.835 0.131 0.161 -0.498
Si 9.435 40.355 32.232 -0.076 0.075 -0.327
Si 5.764 49.381 31.329 0.028 0.066 -0.506
Si 10.223 44.801 28.74 0 0.033 -0.114
Si 8.315 50.772 30.1 -0.053 0.251 -0.39
Si 2.259 41.408 28.084 0.049 0.03 -0.074
Si 6.529 58.507 29.621 0.1 -0.23 -0.566
Si 6.445 58.61 32.694 0.272 0.141 -0.228
Si 6.622 63.639 32.131 -0.011 0.136 -0.269
Si 6.387 65.599 29.719 0.006 0.036 -0.239
Si 14.188 2.338 31.168 0.072 -0.054 -0.262
Si 14.533 6.766 32.318 0.12 0.054 -0.123
Si 14.489 11.72 32.281 -0.032 -0.062 -0.191
Si 10.982 20.448 31.777 -0.034 0.296 -0.205
Si 14.103 17.533 32.59 0.259 0.216 -0.13
Si 15.887 23.548 31.434 -0.024 0.01 -0.521
Si 13.255 21.954 30.628 -0.136 -0.003 -0.274
Si 13.065 32.161 27.114 -0.011 0.02 0.134
Si 15.303 28.799 32.964 -0.042 -0.185 0.067
Si 12.79 36.918 31.999 0.096 -0.149 -0.227
Si 16.583 37.987 27.888 0.049 -0.004 -0.177
Si 11.478 47.174 30.252 0.136 0.147 -0.412
Si 14.415 46.389 30.971 0.056 -0.101 -0.336
Si 7.766 53.465 31.222 -0.02 0.082 -0.306
Si 17.361 50.836 31.59 -0.015 -0.062 -0.45
Si 11.986 60.001 29.76 -0.116 -0.023 -0.309
Si 4.337 58.45 27.598 0.029 -0.007 0.014
Si 13.127 62.544 31.354 0.213 -0.27 -0.434
Si 13.954 58.523 31.646 -0.013 0.116 -0.484
O 2.122 -2.288 -4.579 0.188 -0.073 0.071
O -0.878 1.149 -0.467 -0.532 0.112 0.131
O 3.06 2.835 -0.971 -0.046 -0.188 0.059
O 2.405 0.156 -3.64 -0.169 0.092 0.005
O -0.592 5.902 -1.55 0.28 0.036 0.322
O 1.178 4.342 -0.319 0.117 -0.073 0.297
O 2.57 7.544 -1.519 -0.195 0.047 0.067
O 1.211 9.579 -0.621 0.197 0.153 0.144
O -1.994 12.143 -3.701 0.239 0.051 0.281
O -0.424 11.464 -1.491 0.2 0.225 0.036
O 2.36 14.101 -1.715 0.416 -0.032 0.349
O 6.042 13.378 -2.636 0.037 0.068 0.111
O 0.873 15.236 -0.143 0.282 0.133 -0.181
O -1.025 16.686 -1.212 -0.052 -0.039 0.067
O 4.085 17.76 -0.383 0.214 -0.089 -0.347
O 3.208 18.428 -7.527 -0.094 0.009 -0.033
O -0.125 23.306 -1.404 0.081 -0.28 0.233
O 2.304 18.748 -2.039 0.051 0.27 0.527
O 1.456 26.263 -0.322 0.145 -0.187 0.616
O 1.987 21.644 -1.236 -0.427 -0.094 0.031
O 1.067 27.271 -3.8 -0.086 0.009 0.037
O -0.322 28.511 -0.049 -0.079 0.243 -0.144
O 1.54 30.973 -3.639 0.277 0.079 0.29
O 2.309 30.017 -1.251 -0.036 0.02 -0.215
O -0.272 32.232 -5.114 0.116 0.083 0.247
O 0.567 34.079 -3.361 0.127 -0.14 0.387
O 2.067 35.283 -1.459 -0.102 -0.103 0.44
O 1.31 37.392 -0.366 0.017 -0.144 0.129
O -0.784 38.807 -1.178 -0.163 -0.125 0.057
O 1.249 40.998 -5.083 -0.306 0.158 0.087
O 1.487 42.499 -0.261 -0.098 -0.192 0.501
O 0.251 42.999 -3.62 -0.109 -0.175 0.328
O -0.656 44.725 -0.525 -0.275 0.029 -0.04
O 5.242 42.844 -3.683 0.133 -0.186 0.354
O 6.057 45.225 -2.723 0.173 -0.088 0.483
O 1.22 50.28 -1.275 0.158 -0.049 0.319
O -1.233 50.535 -0.344 -0.014 -0.048 0.352
O 3.815 51.17 -0.391 0.172 -0.157 -0.04
O 1.578 53.097 -0.449 -0.235 -0.016 -0.067
O -0.605 54.24 -1.658 0.448 -0.012 0.208
O -2.204 53.344 -3.911 0.228 -0.164 0.412
O 2.766 57.298 -1.467 0.049 0.038 0.093
O 0.623 61.341 -2.841 0.029 0.199 0.122
O -1.807 59.989 -2.318 -0.002 -0.147 0.395
O 1.019 59.159 -0.447 -0.118 -0.051 0.364
O 2.789 63.192 -1.55 -0.023 -0.103 -0.129
O 1.029 64.685 -0.435 0.288 -0.173 0.369
O 4.263 0.509 -1.636 0.178 -0.202 0.43
O 6.339 -0.949 -1.034 -0.061 -0.032 0.048
O 8.121 2.962 -1.443 -0.155 -0.093 0.125
O 9.727 1.335 -0.478 -0.036 -0.068 0.448
O 3.653 5.127 -2.33 0.026 0.09 0.085
O 4.683 6.691 -0.402 -0.046 0.164 -0.008
O 7.142 9.305 -0.348 -0.379 0.197 0.325
O 9.218 7.339 -0.37 -0.024 -0.237 0.124
O 4.995 10.443 -6.184 0.131 -0.172 -0.184
O 5.605 10.996 -1.617 -0.27 -0.087 0.347
O 9.269 12.96 -0.245 0.014 0.036 0.02
O 7.663 14.894 -1.302 0.189 0.058 0.481
O 2.713 11.002 -4.9 0.03 -0.121 -0.062
O 5.204 15.662 -1.384 -0.093 0.118 0.121
O 8.606 18.134 -1.215 0.045 -0.134 0.241
O 6.735 20.288 -0.647 -0.074 -0.053 0.325
O 4.67 21.985 -1.401 0.053 -0.028 -0.168
O 2.432 22.744 -5.803 0.199 -0.105 -0.056
O 8.234 24.013 -0.76 0.068 0.072 -0.119
O 8.91 22.532 -5.669 0.131 0.081 0.13
O 6.523 26.181 -0.247 -0.002 -0.141 0.401
O 4.318 28.37 -0.359 0.248 0.057 0.338
O 7.588 31.743 -5.486 -0.033 0.12 0.065
O 8.95 29.692 -1.938 -0.376 0.292 0.597
O 6.44 31.891 -0.873 0.055 0.129 0.257
O 4.429 33.658 -0.781 -0.003 -0.155 0.072
O 6.783 36.573 -0.422 0.205 0.162 0.282
O 8.63 34.853 -1.256 -0.178 0.227 0.007
O 5.284 38.376 -1.536 -0.099 0.105 -0.096
O 3.659 40.205 -0.422 0.233 -0.217 0.315
O 6.506 42.752 -0.373 0.126 -0.158 0.285
O 8.259 41.291 -1.55 0.156 -0.179 -0.046
O 4.459 44.715 -0.141 -0.171 0.231 -0.122
O 2.667 42.08 -3.076 -0.054 0.062 0.108
O 9.069 46.155 -0.89 0.041 0.124 -0.009
O 6.577 47.001 -0.751 -0.133 0.282 0.142
O 3.082 47.041 -5.522 0.186 0.02 0.144
O 5.826 49.784 -1.493 -0.052 0.264 0.211
O 7.64 52.532 -1.823 -0.031 -0.57 0.539
O 6.95 49.945 -4.033 -0.076 0.023 0.021
O 6.418 53.779 -0.138 0.099 -0.131 -0.127
O 4.273 55.214 -0.766 -0.163 -0.068 0.001
O 5.38 59.12 -5.768 0.035 0.207 0.191
O 5.388 57.479 -1.241 0.035 0.087 0.183
O 4.253 61.596 -0.285 0.219 0.11 0.147
O 7.917 58.075 -1.255 -0.099 0.101 0.025
O 6.987 64.424 -3.687 -0.061 -0.404 0.411
O 7.915 62.789 -1.698 0.068 -0.168 0.182
O 11.259 0.536 -3.962 -0.186 0.096 0.092
O 11.674 -0.236 -1.448 -0.296 -0.193 0.459
O 14.255 2.979 -1.725 0.085 -0.107 0.292
O 13.341 5.911 -2.856 0.165 -0.079 -0.01
O 11.095 6.066 -1.551 -0.2 -0.048 0.204
O 13.915 7.439 -0.731 0.077 0.232 0.22
O 13.731 10.261 -2.06 -0.266 -0.025 -0.016
O 10.654 11.232 -1.454 0.025 0.259 0.208
O 11.999 9.364 -0.245 0.205 -0.153 0.268
O 13.806 12.912 -1.241 -0.108 -0.042 0.133
O 12.096 14.65 -0.192 -0.26 0.501 -0.193
O 9.788 13.586 -2.727 -0.099 0.027 0.14
O 12.697 16.768 -1.508 -0.469 -0.41 -0.068
O 12.279 20.38 0.049 0.206 0.023 0.166
O 14.158 18.991 -1.096 0.191 0.033 -0.029
O 10.177 20.852 -3.982 0.04 -0.316 0.422
O 10.351 21.311 -1.377 -0.187 0.117 0.292
O 13.37 24.541 -1.548 0.037 -0.198 0.217
O 14.702 22.477 -3.278 -0.131 -0.071 0.337
O 12.06 26.301 -0.183 0.083 -0.096 0.469
O 10.11 28.242 -0.33 -0.452 0.025 0.223
O 13.81 29.347 -1.127 -0.041 0.121 0.011
O 12.134 31.831 -8.622 0.03 -0.029 0.015
O 12.354 31.379 -0.497 0.05 -0.024 0.448
O 10.69 33.194 -1.444 -0.017 0.159 0.207
O 13.37 35.696 -1.495 0.003 -0.176 -0.18
O 15.15 34.004 -0.625 0.16 0.075 0.237
O 12.285 38.089 -1.382 0.06 -0.036 0.254
O 10.416 39.939 -0.94 0.223 0.096 -0.041
O 15.431 37.007 -7.139 -0.041 -0.139 -0.162
O 12.485 42.627 -0.493 -0.302 0.188 0.387
O 11.236 44.857 -1.305 -0.015 0.268 0.033
O 10.251 43.459 -4.698 0.081 0.058 0.17
O 12.904 46.41 -4.021 -0.033 0.024 0.127
O 14.365 46.594 -1.802 -0.206 -0.011 0.277
O 11.425 47.463 -0.329 0.025 0.195 0.065
O 10.06 49.929 -0.719 0.016 0.181 0.15
O 16.213 51.983 -2.884 0.169 0.18 0.145
O 10.586 52.313 -1.885 -0.031 0.092 0.117
O 11.277 54.766 -1.382 -0.027 0.104 0.455
O 9.459 56.279 -0.335 -0.21 -0.09 0.415
O 10.384 59.78 -4.88 0.031 0.146 0.276
O 13.547 57.649 -1.451 -0.104 0.094 0.305
O 11.812 59.228 -0.418 0.18 -0.081 0.466
O 9.75 61.278 -0.506 0.123 0.082 0.521
O 15.355 61.5 -0.271 -0.12 -0.114 0.121
O 13.139 62.536 -1.406 -0.087 -0.208 0.3
O 1.779 3.276 22.211 0.137 0.184 -0.124
O 0.26 5.235 21.306 -0.237 0.329 -0.124
O 5.371 -0.145 21.011 0.085 -0.028 0.016
O 3.837 1.669 22.007 0.194 -0.152 -0.151
O 1.967 10.673 22.576 -0.097 -0.322 -0.149
O -0.191 6.194 24.942 0.129 0.043 -0.311
O 3.521 7.377 22.104 0.177 0.082 -0.164
O 4.212 7.471 26.848 -0.138 -0.045 -0.06
O 1.971 15.528 22.416 -0.186 -0.43 -0.249
O 2.148 14.529 25.791 -0.197 -0.103 0.048
O 5.838 11.694 21.263 -0.209 0.107 -0.079
O 3.495 12.754 21.885 0.252 -0.01 -0.171
O 1.694 21.952 23.522 0.286 0.039 -0.322
O 1.977 19.974 21.784 -0.112 0.045 -0.355
O 3.94 17.287 22.275 0.043 0.41 -0.122
O 2.799 19.746 24.442 -0.086 0.403 -0.144
O 0.57 26.171 21.363 0.021 0.031 -0.102
O 2.665 24.567 20.927 0.032 -0.015 -0.168
O 3.99 22.508 21.921 -0.078 -0.084 -0.334
O 2.787 31.081 21.041 0.104 0.165 -0.276
O -1.583 33.905 21.965 0.312 -0.17 -0.195
O 5.147 27.121 20.733 0.3 0.227 -0.237
O 3.276 28.672 21.829 0.208 -0.082 -0.327
O 1.224 35.661 21.99 0.174 0.35 -0.201
O -0.073 37.99 21.261 -0.088 0.023 -0.13
O 3.366 34.212 21.663 -0.023 0.062 -0.071
O 5.444 32.838 20.939 -0.004 -0.358 -0.39
O 2.867 42.95 24.341 0.074 0.106 0.114
O 1.076 48.255 22.025 -0.075 -0.268 -0.213
O 2.996 40.689 20.821 -0.088 0.128 -0.154
O 4.191 38.437 21.602 -0.136 0.007 -0.249
O 0.979 50.524 26.306 0.107 0.19 -0.218
O 2.51 44.676 27.96 0.208 0.069 -0.081
O 3.486 40.513 23.865 0.051 -0.053 0.032
O 4 44.424 22.208 0.265 0.148 -0.475
O 1.641 53.012 21.766 -0.076 -0.229 -0.225
O -0.086 54.8 21.009 0.083 -0.072 -0.348
O 3.532 51.135 21.866 -0.043 -0.205 0.011
O 1.974 51.746 23.995 -0.044 0.41 -0.399
O 2.407 57.616 21.121 0.087 -0.196 -0.635
O 0.325 59.782 21.122 -0.16 0.192 -0.6
O 5.962 55.009 23.863 -0.136 0.205 -0.301
O 4.223 55.832 21.994 -0.188 0.258 -0.163
O 2.902 62.766 21.26 -0.183 -0.025 -0.469
O 1.19 64.778 21.704 0.022 0.254 0.11
O 4.91 61.136 22.013 0.092 -0.159 -0.153
O 4.085 59.38 26.295 0.169 0.265 -0.228
O 7.395 3.658 22.321 -0.159 0.084 -0.136
O 5.547 5.477 21.488 -0.047 0.148 -0.09
O 9.047 1.771 21.596 -0.25 0.199 -0.056
O 9.194 2.267 24.097 -0.15 0.23 -0.077
O 6.877 9.641 22.316 0.071 0.082 -0.142
O 8.357 8.048 21.076 0.064 -0.005 -0.093
O 10.28 6.406 21.566 -0.015 -0.218 0.225
O 11.316 8.04 28.329 0.15 -0.02 0.327
O 5.835 16.25 21.01 -0.5 0.245 -0.052
O 7.35 14.178 21.749 0.143 0.049 -0.043
O 9.195 12.178 21.723 -0.185 0.015 0.291
O 11.108 10.406 21.191 -0.235 0.341 -0.625
O 6.481 22.1 21.797 0.182 -0.159 -0.179
O 8.209 20.154 21.342 0.043 0.29 -0.068
O 11.09 16.897 21.075 -0.283 -0.07 0.143
O 8.673 17.643 21.739 0.277 -0.027 -0.21
O 7.164 26.099 21.962 -0.171 -0.234 -0.136
O 8.47 24.518 24.573 -0.177 -0.107 -0.144
O 9.021 23.64 21.965 0.05 -0.265 -0.16
O 10.818 23.374 23.758 0.14 0.04 -0.428
O 6.708 30.555 24.419 -0.16 -0.133 -0.157
O 7.056 30.951 21.81 0.153 -0.217 -0.167
O 9.647 28.771 22.288 -0.052 0.2 -0.314
O 9.179 29.532 24.732 0.127 -0.166 0.05
O 8.143 35.493 21.071 -0.071 0.16 -0.216
O 6.479 37.173 21.989 0.04 -0.17 -0.304
O 10.242 34.391 24.802 0.315 -0.075 -0.172
O 10.159 34.254 22.107 -0.027 -0.121 -0.278
O 6.915 42.566 22.087 -0.254 0.154 -0.424
O 5.955 41.621 24.316 0.015 -0.009 -0.147
O 8.426 40.722 21.14 -0.157 0.099 -0.125
O 10.172 39.019 22.219 -0.194 0.378 -0.444
O 7.161 47.589 21.73 -0.151 -0.183 0.22
O 5.286 49.304 21.117 -0.041 -0.111 -0.636
O 8.586 45.329 21.889 0.261 -0.163 -0.159
O 10.769 43.678 21.139 0.025 -0.07 -0.409
O 5.955 53.877 21.488 0.154 0.25 -0.024
O 7.84 52.047 20.971 0.283 -0.099 -0.485
O 10.742 50.495 24.301 0.061 0.171 -0.389
O 9.47 50.316 21.985 -0.088 -0.231 -0.39
O 6.313 58.861 21.819 0.007 0.01 -0.052
O 8.143 57.131 21.141 -0.207 0.132 -0.58
O 10.634 54.92 24.023 0.323 -0.046 -0.239
O 9.447 54.891 21.682 -0.155 -0.069 -0.254
O 6.951 64.219 22.582 0.125 -0.005 -0.644
O 6.355 65.074 25.241 -0.061 -0.066 -0.286
O 9.232 61.016 22.513 0.252 0.327 -0.418
O 11.111 59.593 21.37 -0.073 0.273 -0.247
O 12.444 5.02 21.762 0.144 0.117 0.11
O 11.938 6.803 23.562 0.119 0.189 -0.014
O 13.807 2.731 21.311 -0.023 -0.187 -0.306
O 15.591 0.906 22.083 0.051 -0.093 -0.116
O 8.045 9.724 27.68 -0.096 0.052 0.144
O 12.53 7.881 21.291 0.359 0.169 -0.016
O 15.102 6.911 22.452 -0.174 -0.272 -0.282
O 9.951 5.751 27.77 -0.279 -0.03 0.143
O 10.604 16.426 23.718 -0.292 -0.378 -0.229
O 12.421 14.971 22.202 -0.157 0.1 0.106
O 14.088 13.25 21.253 0.004 0.279 -0.354
O 16.188 11.347 21.35 0.233 -0.471 -0.335
O 10.915 21.879 21.107 0.017 0.083 -0.239
O 12.365 19.858 22.032 0.088 0.03 0.053
O 16.357 16.548 21.257 0.041 0.003 -0.246
O 14.495 18.315 21.9 0.324 -0.277 -0.173
O 11.141 27.183 21.05 -0.009 -0.033 -0.497
O 12.71 25.209 21.748 -0.025 -0.226 -0.234
O 16.484 21.765 21.02 -0.04 -0.141 -0.401
O 14.888 23.667 21.729 0.011 0.014 0.099
O 12.752 32.236 22.157 -0.246 -0.21 -0.254
O 12.485 34.593 23.341 -0.081 0.251 -0.141
O 15.695 28.324 22.095 -0.23 0.005 -0.295
O 13.879 30.036 21.194 -0.248 -0.085 -0.277
O 12.408 38.682 23.825 -0.285 0.085 -0.375
O 12.185 37.637 21.453 0.118 0.138 -0.16
O 13.601 35.613 20.662 0.034 -0.011 -0.282
O 17.383 33.077 21.141 -0.193 -0.32 -0.128
O 12.679 41.766 21.634 -0.044 -0.174 0.082
O 14.615 39.985 21.963 -0.175 -0.096 0.263
O 15.047 39.109 24.79 -0.096 0.079 -0.282
O 13.556 46.583 20.989 -0.142 0.09 -0.43
O 11.597 48.017 22.006 0.005 -0.012 -0.415
O 15.173 42.549 22.341 0.185 0.046 -0.111
O 17.938 42.439 27.024 0.14 -0.108 -0.121
O 11.768 53.701 21.952 0.051 0.143 -0.219
O 13.478 52.114 20.91 -0.118 -0.285 -0.392
O 16.347 49.793 23.825 -0.032 0.135 -0.131
O 15.094 50.335 21.724 0.054 0.054 -0.173
O 12.577 57.276 21.893 -0.283 -0.022 -0.17
O 14.025 58.278 23.72 -0.04 -0.126 -0.288
O 15.085 57.148 21.405 0.109 0.214 -0.009
O 11.08 65.516 21.356 -0.162 0.045 -0.801
O 12.788 63.494 22.006 0.149 -0.086 -0.204
O 14.714 61.518 21.924 -0.172 0.051 -0.032
O 0.512 -0.257 24.133 -0.485 0.04 -0.339
O -1.135 -1.649 22.633 -0.084 0.095 -0.164
O 2.457 1.496 24.225 0.153 -0.023 -0.31
O 3.891 3.635 23.827 0.088 -0.237 -0.3
O 3.226 8.474 24.584 -0.11 -0.097 -0.111
O -3.004 6.657 25.733 -0.132 -0.189 -0.161
O 1.561 7.577 26.379 0.078 -0.063 -0.179
O 5.435 5.096 27.391 -0.152 -0.208 0.015
O 3.061 12.473 24.47 -0.249 -0.23 -0.299
O 2.331 12.837 27.756 -0.084 -0.104 -0.034
O 4.026 14.956 23.943 -0.034 -0.181 -0.01
O -1.22 14.025 28.93 -0.148 0.104 0.013
O 5.38 21.12 23.958 -0.031 0.19 -0.116
O -0.823 22.058 24.429 0.037 -0.01 0.072
O 1.227 21.984 26.067 0.18 -0.001 -0.208
O -0.712 20.15 26.23 -0.104 0.104 -0.09
O 2.412 26.125 28.664 0.077 -0.093 0.18
O 0.79 26.815 23.889 0.012 0.277 -0.248
O -2.34 30.481 24.428 -0.095 0.068 0.026
O 2.038 30.584 23.455 0.195 -0.087 -0.122
O 1.744 33.35 23.626 -0.104 0.379 -0.168
O 3.451 35.249 28.254 -0.052 0.272 0.306
O -6.023 40.66 25.598 0.11 0.133 -0.246
O 0.993 40.707 24.686 0.044 -0.083 -0.234
O 1.52 41.905 22.396 -0.227 0.306 -0.649
O 0.464 40.642 31.881 0.117 -0.145 0.167
O 2.671 46.451 21.045 0.04 -0.271 -0.224
O -3.42 40.051 26.094 -0.218 -0.174 0.022
O -1.207 48.853 26.228 0.01 0 -0.097
O 0.354 47.139 24.361 -0.216 0.163 -0.052
O 1.294 48.074 27.157 0.186 -0.023 -0.082
O -1.2 56.89 25.656 -0.107 0.016 -0.131
O -1.226 54.109 25.501 -0.024 0.113 -0.239
O -1.599 52.174 23.75 0.105 -0.014 -0.335
O 4.71 55.05 28.716 -0.159 -0.1 0.255
O 3.892 53.447 23.134 -0.082 0.046 0.231
O 4.579 59.188 23.727 0.298 -0.07 -0.235
O 2.231 60.113 24.624 -0.082 0.187 -0.326
O 6.922 1.193 23.226 -0.282 0.215 -0.001
O 9.036 -4.263 27.826 -0.109 0.041 -0.056
O 8.409 1.296 26.386 -0.031 0.106 -0.165
O 6.834 7.334 26.85 -0.152 -0.148 -0.121
O 2.994 4.432 28.613 0.089 0.019 0.009
O 4.986 5.733 25.071 0.123 0.106 0.046
O 10.023 3.288 26.791 -0.106 -0.073 -0.262
O 10.998 7.793 25.735 -0.142 -0.041 -0.255
O 6.806 11.832 23.915 -0.143 -0.31 -0.41
O 2.818 9.677 27.094 -0.138 0.016 -0.147
O 12.314 16.029 27.822 -0.043 -0.073 0.043
O 8.898 13.449 23.919 0.092 0.171 -0.303
O 2.901 17.157 24.6 -0.289 -0.323 -0.076
O 7.202 13.863 25.716 0.303 -0.062 -0.029
O 6.745 18.917 23.152 -0.158 0.029 -0.142
O 12.989 20.263 26.783 -0.152 -0.025 -0.074
O 7.517 20.098 25.387 0.056 0.031 0.023
O 5.311 23.751 23.801 0.354 -0.143 -0.149
O 11.996 27.01 26.998 -0.167 -0.217 0.038
O 8.651 21.982 24.084 -0.263 0.11 -0.267
O 6.995 25.807 26.618 -0.022 0.074 -0.16
O 7.746 27.021 24.389 -0.123 0.167 -0.401
O 7.918 30.76 26.636 -0.014 -0.042 -0.122
O 6.392 28.568 22.713 0.107 -0.106 -0.396
O 4.639 30.632 22.918 0.005 -0.02 0.091
O 8.778 32.208 24.574 0.048 0.123 -0.067
O 7.661 34.562 25.381 -0.145 -0.118 0.007
O 8.279 36.39 27.176 0.056 0.092 -0.198
O 6.114 36.72 25.708 -0.04 0.249 -0.001
O 5.748 39.12 23.597 0.081 0.011 -0.287
O 5.018 39.932 26 -0.059 0.212 -0.125
O 7.131 43.89 24.401 0.285 -0.041 -0.219
O 4.405 36.802 23.689 -0.008 0.062 -0.263
O 5.946 40.947 28.413 -0.116 -0.067 0.13
O 6.916 46.352 23.965 -0.026 0.184 -0.282
O 6.599 45.411 26.487 -0.106 0.143 -0.073
O 2.256 49.086 24.407 0.005 -0.143 -0.147
O 3.552 51.026 25.842 -0.263 0.11 -0.146
O 6.045 50.48 26.362 0.026 -0.212 0.038
O 8.023 50.644 24.259 0.23 -0.239 -0.203
O 6.939 60.483 23.766 -0.07 -0.024 -0.084
O 5.927 54.683 26.487 -0.066 0.011 0.135
O 9.8 56.802 25.646 -0.058 -0.028 -0.122
O 6.243 58.946 31.137 -0.239 0.22 0.404
O 2.855 57.459 24.766 0.232 -0.047 -0.22
O 3.285 55.198 26.194 -0.052 0.099 0.011
O 8.739 -0.362 24.257 -0.001 -0.028 0.024
O 10.787 0.38 25.597 -0.032 0.199 -0.134
O 11.303 5.111 25.544 0.144 -0.102 0.072
O 12.376 1.844 28.289 0.169 -0.079 -0.23
O 8.731 7.579 28.968 -0.105 -0.155 0.231
O 10.834 6.314 30.248 -0.106 -0.049 0.306
O 15.043 8.483 24.622 -0.04 -0.08 -0.294
O 13.553 9.846 29.728 -0.185 -0.095 -0.038
O 11.29 17.732 26.105 0.135 -0.113 -0.102
O 13.872 13.99 26.703 -0.046 0.12 -0.284
O 12.406 15.487 25.267 -0.141 0.177 -0.241
O 9.335 19.4 23.616 0.101 -0.131 -0.206
O 12.762 17.792 23.843 0.178 0.04 -0.268
O 14.045 19.959 24.032 -0.335 -0.213 0.011
O 12.167 22.563 25.877 -0.122 0.046 -0.074
O 13.441 23.845 23.903 0.332 0.221 -0.373
O 15.314 27.347 32.255 -0.059 -0.172 0.13
O 14.863 25.977 23.034 -0.159 0.185 -0.062
O 8.24 29.432 29.948 0.002 0.071 -0.001
O 11.531 30.019 23.712 0.163 0.171 -0.069
O 14.373 33.062 24.316 -0.43 0.234 -0.368
O 10.922 27.525 24.438 -0.119 0.061 -0.179
O 9.105 33.14 27.033 0.096 0.049 0
O 10.716 36.599 23.402 0.081 0.045 0.11
O 13.703 38.622 28.563 -0.007 0.12 0.272
O 16.682 39.288 26.889 -0.085 0.125 0.151
O 8.22 40.476 27.098 -0.137 -0.13 -0.191
O 10.493 41.009 28.342 0.194 0.124 0.146
O 15.527 45.016 21.549 -0.066 0.018 -0.06
O 11.118 42.911 23.813 0.057 -0.072 -0.166
O 11.332 47.902 24.692 -0.13 -0.12 -0.349
O 9.251 47.457 23.277 -0.032 0.134 -0.17
O 13.823 49.815 24.118 0.005 -0.164 -0.081
O 9.608 52.643 23.227 -0.188 0.321 0.161
O 10.658 54.451 26.605 0.067 0.235 -0.116
O 12.725 53.105 25.552 -0.15 -0.162 -0.102
O 14.626 55.705 23.449 -0.465 0.024 -0.306
O 12.207 61.262 25.977 0.064 0.227 -0.318
O 13.802 62.384 24.191 0.043 -0.135 -0.283
O 2.792 -0.94 25.469 -0.113 0.128 -0.054
O 1.13 0.833 26.413 0.298 -0.071 -0.02
O 5.351 3.378 29.272 -0.224 -0.099 0.162
O 2.57 5.919 24.096 -0.308 -0.013 -0.088
O 0.66 5.412 27.422 -0.115 0.067 -0.134
O 0.851 3.011 28.105 -0.04 0.119 0.123
O -0.044 13.191 26.666 -0.047 0.12 0.08
O 4.533 10.674 23.262 -0.175 -0.299 -0.088
O 1.342 19.904 27.887 -0.165 0.07 -0.058
O 2.823 18.445 29.591 -0.019 0.015 0.307
O 5.118 18.786 25.189 -0.012 -0.039 -0.206
O 0.613 24.218 24.536 -0.138 -0.054 -0.25
O 2.987 23.679 31.702 -0.217 0.047 -0.011
O -0.179 21.997 28.22 0.168 -0.063 -0.022
O 4.578 25.2 25.97 0.096 -0.269 -0.177
O 5.079 25.379 28.532 -0.086 -0.103 0.068
O 1.812 25.893 26.145 0.082 0.23 -0.135
O -0.267 29.908 32.144 -0.068 0.042 0.038
O 4.996 27.619 27.256 0.066 0.165 -0.269
O 3.935 30.074 27.254 0.048 0.03 -0.291
O 2.6 31.824 25.672 0.187 0.16 -0.324
O 4.165 32.815 27.43 0.282 0.054 -0.012
O 1.585 37.169 27.953 -0.11 -0.123 -0.049
O 6.01 34.78 27.487 -0.187 0.036 -0.114
O 4.05 35.041 25.727 -0.183 -0.006 -0.248
O 3.649 37.7 26.107 -0.128 0.002 -0.016
O 2.147 45.388 23.817 -0.086 -0.125 -0.229
O -1.14 41.426 26.088 -0.099 0.009 0.021
O 4.011 46.714 32.87 -0.136 0.012 0.298
O 0.808 44.994 26.074 0.046 0.058 -0.146
O -0.476 49.624 28.504 -0.204 0.156 0.125
O 0.35 49.466 30.952 -0.005 -0.041 0.356
O 0.877 55.522 24.641 0.097 0.111 -0.186
O -1.861 51.408 26.207 -0.148 0.096 -0.151
O 1.328 56.798 26.799 -0.26 -0.145 0.081
O 0.306 57.733 28.841 0.169 0.134 -0.123
O -0.738 60.011 29.758 -0.041 0.115 0.363
O 1.1 59.503 26.971 -0.082 0.002 0.147
O -0.22 59.263 24.723 -0.135 -0.149 -0.279
O 3.144 65.088 28.13 -0.134 0.025 -0.09
O 2.93 58.171 28.379 0.108 -0.119 -0.01
O 7.804 3.22 28.236 -0.126 -0.092 0.113
O 6.503 -0.404 28.115 -0.201 -0.031 -0.017
O 7.372 4.044 30.779 0.055 -0.031 0.265
O 6.285 8.237 29.285 -0.039 -0.017 0.3
O 4.755 6.042 29.628 0.016 0.184 0.128
O 4.87 7.599 31.56 -0.052 0.11 0.114
O 11.331 13.651 27.063 -0.133 -0.09 0.1
O 9.622 12.022 28.304 -0.136 0.125 0.1
O 6.32 15.806 30.7 -0.091 0.132 0.411
O 9.834 14.754 21.802 0.195 0.173 0.02
O 7.409 17.295 28.646 -0.182 0.116 0.216
O 10.005 17.395 28.4 -0.031 -0.078 0.282
O 6.3 15.058 28.021 0.136 0.202 0.239
O 4.663 13.779 26.278 -0.022 0.019 -0.111
O 13.34 21.19 29.197 0.109 -0.014 0.211
O 8.684 18.333 30.597 0.013 -0.029 0.324
O 4.992 22.796 29.28 0.153 0.057 0.272
O 10.37 20.577 25.623 -0.183 0.079 -0.026
O 10.826 23.99 32.748 0.075 -0.243 0.127
O 9.657 25.204 29.485 0.203 -0.16 -0.079
O 5.243 26.432 23.759 0.097 0.075 -0.286
O 9.519 26.284 26.274 -0.101 -0.164 0.077
O 10.072 30.931 28.084 0.264 -0.094 0.165
O 10.744 30.38 30.527 -0.071 -0.126 0.117
O 2.072 36.109 30.339 -0.234 -0.243 0.145
O 5.93 33.511 31.451 -0.031 0.113 0.019
O 10.403 36.136 28.705 0.255 -0.155 0.072
O 10.021 38.501 27.266 -0.019 -0.078 -0.178
O 6.636 39.227 30.263 0.258 -0.208 0.228
O 8.578 37.844 29.34 -0.051 0.016 0.343
O 14.498 41.187 33.15 0.204 -0.059 -0.201
O 8.777 44.918 27.989 0.046 0.087 -0.052
O 11.573 44.596 27.834 -0.026 0.105 0.008
O 7.146 42.942 27.216 -0.052 -0.155 0.098
O 4.328 40.314 30.4 0.154 -0.138 0.205
O 6.357 44.694 29.069 -0.059 0.222 0.166
O 8.674 41.902 24.088 0.172 0.022 -0.125
O 3.927 44.997 30.188 0.022 0.061 0.119
O 6.544 52.683 24.942 0.087 -0.126 -0.386
O 8.275 54.705 25.288 0.042 0.11 -0.021
O 8.368 51.703 26.602 -0.011 -0.09 -0.113
O 10.89 51.884 27.218 0.175 -0.077 0.14
O 6.139 60.003 33.439 0.187 -0.102 0.214
O 6.523 56.856 29.569 -0.029 -0.112 -0.054
O 9.236 59.137 24.479 -0.007 0.154 -0.358
O 7.41 63.128 26.781 -0.161 -0.014 -0.133
O 8.864 61.64 25.122 -0.009 -0.113 -0.32
O 7.104 1.426 29.986 0.146 0 0.264
O 11.435 -0.553 28.009 -0.064 -0.123 0.246
O 12.133 4.456 28.045 0.145 -0.099 -0.064
O 14.549 3.544 28.119 -0.124 -0.148 -0.075
O 17.43 7.833 23.226 0.139 0.277 -0.192
O 15.427 7.564 27.09 -0.064 -0.19 -0.218
O 12.16 12.044 29.131 -0.127 0.136 0.287
O 8.632 11.551 25.839 -0.214 0.192 -0.221
O 15.513 16.626 29.015 -0.094 0.13 -0.142
O 17.451 15.13 28.167 0.105 0.022 0.171
O 14.849 19.14 28.761 -0.012 -0.197 -0.023
O 12.291 18.597 28.574 0.079 0.159 0.29
O 16.665 19.703 23.796 -0.042 -0.311 -0.037
O 19.381 25.161 23.899 -0.083 0.138 -0.326
O 11.708 25.828 31.039 0.26 0.014 0.398
O 12.322 29.338 26.098 -0.263 0.143 -0.051
O 16.864 24.539 28.064 0.016 -0.044 0.005
O 11.915 28.978 28.691 -0.188 -0.22 -0.022
O 11.761 25.15 25.386 -0.024 0.044 0.063
O 17.254 34.617 28.493 -0.178 -0.024 0.104
O 16.524 31.585 24.861 0.045 -0.063 -0.227
O 12.099 34.315 29.76 -0.151 -0.162 0.331
O 14.758 34.396 29.489 0.074 -0.166 -0.007
O 13.564 41.503 24.066 -0.264 0.048 -0.642
O 13.146 36.131 28.284 -0.299 0.016 -0.04
O 8.216 41.835 29.393 -0.109 0.036 0.08
O 13.184 37.503 26.04 0.198 -0.077 -0.06
O 13.376 44.282 23.027 -0.083 0.196 -0.28
O 16.327 44.09 28.372 -0.045 -0.072 -0.091
O 12.173 44.831 25.314 -0.123 -0.072 -0.257
O 10.214 43.157 26.163 -0.103 -0.168 -0.145
O 12.527 49.588 26.293 0.08 0 -0.161
O 11.144 45.65 23.112 0.047 -0.043 -0.329
O 9.957 49.463 26.533 -0.055 -0.054 -0.263
O 9.073 50.392 28.724 0.094 -0.281 0.314
O 12.698 53.559 28.184 0.305 0.211 0.15
O 6.533 54.457 30.755 0.087 0.059 0.031
O 14.06 59.248 26.233 0.127 -0.153 -0.097
O 12.216 61.405 30.582 0.114 0.238 0.228
O 12.604 59.964 28.244 0.233 0.086 0.176
O 11.539 58.753 25.947 0.142 -0.212 0.018
O 14.385 62.356 26.795 -0.179 -0.124 -0.044
O 16.727 61.739 25.681 0.103 0.118 -0.153
O -1.065 1.149 27.753 -0.016 0.061 0.077
O 0.185 -3.361 28.283 -0.159 -0.076 -0.113
O 2.175 -4.804 29.362 0.047 -0.124 0.27
O 2.572 -3.003 27.284 -0.133 -0.107 0.052
O 2.681 4.226 26.099 0.186 0.043 -0.086
O -0.839 2.325 30.224 0.05 -0.142 0.187
O 0.659 -0.304 28.865 -0.061 -0.15 0.07
O 5.495 3.204 32.472 0.054 -0.301 0.428
O -1.878 11.701 28.039 -0.081 0.136 -0.065
O 0.307 14.978 30.834 -0.022 0.153 -0.02
O 2.398 16.383 31.163 -0.027 0.18 -0.063
O 0.417 18.319 30.553 0.002 -0.131 0.421
O 2.419 13.7 30.248 0.005 0.062 0.198
O 3.396 26.363 31.146 0.037 -0.15 0.188
O 0.678 23.12 30.423 -0.112 0.175 0.222
O 3.292 21.313 30.779 -0.168 0.03 0.465
O 3.873 25.214 33.492 -0.039 -0.149 0.165
O -1.356 27.382 29.697 -0.127 0.087 0.239
O 0.013 29.626 28.846 -0.11 -0.056 -0.077
O -2.106 28.503 27.523 -0.017 0.005 0.042
O 0.221 27.258 27.623 0.178 -0.13 -0.017
O -0.291 38.298 29.442 -0.129 0.119 0.342
O 1.95 31.419 28.214 0.079 0.015 0.014
O 0.709 32.131 33.196 0.087 0.309 0.192
O 4.667 44.95 24.7 -0.022 0.036 -0.253
O -1.348 44.955 30.582 -0.017 -0.066 0.083
O -1.082 47.464 30.13 0.148 0.001 -0.033
O -2.255 49.752 30.474 0.062 0.049 0.345
O -4.044 51.432 29.667 0.146 -0.017 0.109
O -4.801 53.837 30.551 -0.205 0.011 0.239
O 5.807 47.761 31.203 0.156 -0.297 0.247
O 2.259 51.406 30.714 -0.166 0.085 0.419
O -0.313 64.286 26.625 -0.11 0.178 -0.283
O -1.211 57.696 30.941 -0.151 -0.151 0.276
O 1.349 58.912 30.964 0.037 -0.11 0.294
O 4.853 0.222 30.176 -0.288 0.231 0.122
O 4.878 -2.001 26.748 -0.003 -0.039 0.062
O 9.973 -2.093 26.527 -0.007 0.006 -0.104
O 3.626 8.499 29.415 -0.098 0.013 0.046
O 3.53 2.476 31.013 -0.024 0.007 0.027
O 12.179 8.244 31.41 -0.113 0.166 0.075
O 6.796 5.237 33.306 0.052 0.313 0.235
O 6.607 12.451 27.734 0.14 0.027 0
O 4.578 12.863 29.229 0.25 0.241 0.049
O 6.49 11.295 30.215 0.02 0.082 0.254
O 10.868 14.275 29.534 -0.018 0.098 0.257
O 3.892 20.542 28.353 0.013 -0.027 0.064
O 9.993 16.245 31.471 0.332 0.259 0.354
O 8.461 14.974 29.656 0.084 -0.117 0.088
O 5.348 24.692 31.15 -0.197 -0.001 0.083
O 7.203 24.315 29.32 -0.032 -0.011 -0.172
O 10.958 21.31 27.965 0.203 0.152 0.14
O 8.755 19.794 28.431 0.146 -0.216 0.025
O 5.837 29.526 28.931 -0.033 0.105 -0.1
O 3.409 28.406 29.37 -0.086 -0.205 0.252
O 8.797 23.307 31.19 -0.175 -0.226 0.37
O 9.146 25.832 31.963 0.004 -0.039 0.185
O 3.306 33.912 31.173 0.006 -0.133 0.175
O 4.878 35.84 32.158 -0.146 0.308 0.263
O 6.346 30.939 31.08 -0.168 -0.08 0.132
O 8.377 32.548 31.818 0.077 0.081 0.093
O 1.308 45.419 30.196 0.036 0.202 0.004
O 2.789 40.06 27.329 -0.08 -0.175 -0.219
O 7.122 36.946 31.405 0.006 -0.277 -0.028
O 8.836 38.938 31.709 0.206 0.029 0.007
O 4.782 38.613 28.34 -0.168 0.184 0.128
O 12.894 42.636 26.508 -0.035 0.092 -0.007
O 9.361 50.344 31.246 0.079 0.063 0.118
O 4.361 49.924 30.748 -0.129 0.031 0.113
O 4.039 48.818 27.168 -0.206 -0.191 -0.139
O 2.319 49.516 29.016 -0.227 0.15 0.073
O 3.277 60.8 31.758 0.252 -0.064 0.353
O 4.423 56.079 31.102 -0.278 0.298 0.393
O 4.964 57.062 27.026 0.103 0.074 -0.161
O 7.895 59.262 29.231 -0.214 -0.112 0.126
O 5.287 62.694 31.871 -0.129 -0.254 -0.221
O 9.267 58.84 27.161 -0.071 -0.283 -0.128
O 9.736 67.074 28.653 0.102 0.117 0.238
O 13.676 0.79 31.396 0.235 -0.052 -0.102
O 12.464 -1.671 25.82 0.187 0.158 -0.341
O 10.622 10.136 26.841 0.082 0.138 -0.075
O 13.099 3.254 30.334 0.122 0.183 0.21
O 14.845 8.042 31.302 -0.012 -0.133 0.016
O 8.113 11.625 32.182 0.103 0.109 -0.152
O 13.157 9.107 26.616 -0.04 -0.016 -0.198
O 14.253 17.808 30.996 -0.103 -0.225 0.176
O 12.556 20.877 31.637 0.033 -0.234 -0.023
O 10.847 18.824 31.994 0.008 -0.328 0.322
O 12.569 31.472 28.53 -0.091 0.124 -0.084
O 10.058 27.833 30.603 0.226 -0.053 -0.061
O 14.598 31.734 26.669 0.071 0.209 0.119
O 15.678 25.126 31.042 -0.23 -0.196 0.331
O 11.465 36.492 31.148 0.13 0.339 0.064
O 9.725 34.534 30.777 -0.169 -0.128 0.13
O 13.126 33.751 27.381 -0.034 -0.043 0.045
O 10.21 41.144 31.023 0.032 -0.077 0.382
O 14.551 39.863 30.896 -0.168 0.188 0.313
O 13.965 37.35 30.94 -0.165 -0.284 0.313
O 10.472 46.295 29.329 0.015 -0.039 -0.042
O 10.707 47.179 31.675 -0.192 -0.154 0.469
O 15.9 44.586 24.016 -0.193 -0.301 -0.024
O 7.965 52.369 30.018 -0.117 -0.045 0.128
O 4.217 51.184 28.443 -0.135 0.067 -0.003
O 11.77 48.71 29.705 -0.056 0.073 0.071
O 11.955 50.109 31.915 0.199 0.235 0.435
O 13.865 52.424 32.918 -0.171 -0.116 0.199
O 9.155 54.324 31.4 0.156 -0.068 0.026
O 14.677 62.345 30.824 0.081 -0.009 0.067
O 12.633 64.007 30.886 -0.032 -0.078 0.216
O 3.489 42.22 28.802 0.108 0.214 0.095
O -3.721 58.792 30.626 0.201 -0.078 0.334
O 12.343 23.323 30.612 -0.087 0.038 0.127

Results
total energy: -434278.868 eV
total energy less fixed offsets of O -438.04, Si -107.15 eV per atom: 9.652 eV
